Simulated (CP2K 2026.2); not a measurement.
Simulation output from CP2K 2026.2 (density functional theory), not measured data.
Periodic cell of 1152 atoms, Si864O288, from a study of silicon, its oxide and their interface. The atomic structure is a simulated model.
Doubt: the forces sum to 4.08 eV/angstrom along one axis rather than to zero, so they err by at least 0.0035 eV/angstrom per atom on average; the grid cutoff is modest.

Settings: functional PBE; method Gaussian and plane waves; basis set DZVP-MOLOPT-SR-GTH; pseudopotentials GTH-PBE; grid cutoff 350 Ry, relative cutoff 50 Ry; k points Gamma only; occupations fixed; spin none; net charge 0.

Cell vectors (angstrom)
a, 32.64, 0, 0
b, 0, 16.32, 0
c, 0.5634, -3.9066, 39.2978

Atoms: element, x, y, z (angstrom)
Si, 1.4805, 14.6584, 0.2354
Si, 4.8259, -2.7403, 39.1404
Si, 1.1385, 4.388, 0.0939
Si, 4.2617, 6.6605, 0.1548
Si, 1.0283, 9.8323, 0.126
Si, 3.7306, 12.5518, 0.1517
Si, 7.0565, 11.3627, 39.2792
Si, 10.4664, -2.9348, 39.2042
Si, 7.0076, 0.5095, 39.0916
Si, 9.1982, 7.105, 0.0442
Si, 6.9914, 9.2743, 0.2329
Si, 9.9073, 12.0908, 0.1334
Si, 12.168, 15.0311, 0.1416
Si, 14.6624, 1.5933, 0.0499
Si, 13.1067, 0.0463, 39.21
Si, 15.2341, 6.6788, 0.1519
Si, 12.0195, 9.7971, 0.0017
Si, 15.1661, 11.8567, 0.1939
Si, 18.5865, 10.7838, 39.2567
Si, 20.7379, 1.0276, 0.043
Si, 17.3151, 4.3289, 0.0348
Si, 20.9393, 2.7298, 39.1534
Si, 18.0198, 5.8238, 39.2397
Si, 20.8082, 8.5592, 39.2904
Si, 22.9922, 15.2013, 0.127
Si, 25.9005, 1.2688, 0.3957
Si, 24.2595, -0.4711, 39.224
Si, 26.0976, 3.2129, 39.2659
Si, 23.8321, 5.4463, 39.1845
Si, 26.082, 12.1098, 0.1351
Si, 28.0241, 15.3313, 0.1186
Si, 30.8523, 1.6325, 0.2226
Si, 28.6744, 3.8316, 0.0128
Si, 31.6243, 6.662, 0.2975
Si, 28.3348, 9.8842, 0.0861
Si, 31.5045, 12.0403, 0.3561
Si, 2.7137, 0.0355, 1.2843
Si, 5.4254, 2.7505, 1.1681
Si, 2.7203, 5.4652, 1.4429
Si, 5.4521, 8.1237, 1.5362
Si, 2.6496, 10.926, 1.4478
Si, 5.3784, 13.705, 1.353
Si, 8.1756, 0.0228, 1.2468
Si, 10.9004, 2.7413, 1.1481
Si, 8.074, 5.4354, 1.2362
Si, 10.837, 8.2237, 1.307
Si, 8.2124, 10.9368, 1.336
Si, 11.0212, 13.5416, 1.5317
Si, 13.6338, -0.0019, 1.3993
Si, 16.2741, 2.7073, 1.3447
Si, 13.6, 5.4918, 1.3384
Si, 16.4468, 8.1708, 1.4188
Si, 13.5993, 10.7594, 1.4881
Si, 16.3642, 13.5816, 1.2636
Si, 19.091, -0.0466, 1.3265
Si, 21.9162, 2.6121, 1.309
Si, 19.0534, 5.3416, 1.2876
Si, 21.661, 8.1632, 1.1637
Si, 19.0575, 10.8723, 1.2515
Si, 21.785, 13.6038, 1.3555
Si, 24.4521, -0.0535, 1.6072
Si, 27.2484, 2.7531, 1.5423
Si, 24.5086, 5.3442, 1.1669
Si, 27.1573, 8.2214, 1.2955
Si, 24.4357, 10.8838, 1.2884
Si, 27.1197, 13.6768, 1.5168
Si, 29.7279, 0.0259, 1.4578
Si, 32.5695, 2.783, 1.3523
Si, 29.868, 5.4595, 1.3034
Si, 0.062, 8.241, 1.582
Si, 29.899, 10.863, 1.5339
Si, 0.0271, 13.5531, 1.6566
Si, 1.3273, 1.3866, 2.6502
Si, 4.087, 4.0269, 2.6844
Si, 1.4371, 6.8523, 2.8486
Si, 4.0568, 9.5515, 2.7585
Si, 1.3834, 12.211, 2.9581
Si, 4.0498, 15.0439, 2.7469
Si, 6.8301, 1.4342, 2.5937
Si, 9.4983, 4.0666, 2.5446
Si, 6.8136, 6.7207, 2.7918
Si, 9.5293, 9.5619, 2.7437
Si, 6.7881, 12.2959, 2.6469
Si, 9.4963, 14.9454, 2.6764
Si, 12.214, 1.3994, 2.6584
Si, 14.9356, 4.09, 2.7188
Si, 12.1984, 6.8302, 2.6549
Si, 14.9818, 9.4131, 2.7884
Si, 12.3531, 12.1974, 2.8621
Si, 15.0389, 14.946, 2.675
Si, 17.6995, 1.3423, 2.639
Si, 20.4668, 3.9978, 2.605
Si, 17.7875, 6.7633, 2.714
Si, 20.3945, 9.5063, 2.6264
Si, 17.6944, 12.2148, 2.6699
Si, 20.415, 14.9392, 2.7481
Si, 23.1099, 1.3506, 2.8693
Si, 25.8319, 4.1613, 2.7397
Si, 23.0571, 6.7263, 2.5152
Si, 25.7986, 9.5455, 2.696
Si, 23.1116, 12.2187, 2.6988
Si, 25.7699, 14.9049, 2.9358
Si, 28.5222, 1.3683, 2.9241
Si, 31.2269, 4.1241, 2.7513
Si, 28.5186, 6.8359, 2.6628
Si, 31.2379, 9.5044, 2.8897
Si, 28.5587, 12.3139, 2.8082
Si, 31.1927, 14.9947, 2.7673
Si, 32.615, 0.0419, 4.0626
Si, 2.701, 2.7054, 4.0506
Si, 32.6237, 5.473, 4.1064
Si, 2.7706, 8.1959, 4.1869
Si, 32.6122, 10.8622, 4.2345
Si, 2.7593, 13.6538, 4.1687
Si, 5.4728, 0.073, 4.0269
Si, 8.1781, 2.7458, 3.9987
Si, 5.4309, 5.3742, 4.1018
Si, 8.177, 8.1545, 4.0828
Si, 5.4545, 10.9271, 4.053
Si, 8.1448, 13.6119, 4.0556
Si, 10.8618, 0.0169, 4.0169
Si, 13.5733, 2.7258, 4.0573
Si, 10.8444, 5.4264, 3.9717
Si, 13.5801, 8.0932, 4.0989
Si, 10.8999, 10.8706, 4.1365
Si, 13.6971, 13.6223, 4.1106
Si, 16.3609, -0.0032, 4.0411
Si, 19.0725, 2.6881, 4.0018
Si, 16.3436, 5.4362, 4.0458
Si, 19.0895, 8.1578, 4.0595
Si, 16.3318, 10.8676, 4.0634
Si, 19.0388, 13.5639, 4.0692
Si, 21.7301, -0.0259, 4.1539
Si, 24.4903, 2.7694, 4.1198
Si, 21.7512, 5.4224, 3.9903
Si, 24.4228, 8.1074, 3.9667
Si, 21.7407, 10.8502, 4.0277
Si, 24.4055, 13.5241, 4.1856
Si, 27.1408, -0.0011, 4.2227
Si, 29.9308, 2.7548, 4.1736
Si, 27.1927, 5.496, 4.0881
Si, 29.8594, 8.1189, 4.1393
Si, 27.1587, 10.8999, 4.09
Si, 29.9047, 13.6368, 4.1821
Si, 1.3451, -1.3809, 21.7781
Si, 4.0667, 1.3229, 21.7678
Si, 1.3141, 4.0693, 21.7958
Si, 4.0238, 6.7709, 21.7714
Si, 1.3901, 9.5152, 21.7967
Si, 4.0743, 12.249, 21.7852
Si, 6.793, -1.376, 21.7907
Si, 9.5274, 1.3322, 21.7518
Si, 6.7861, 4.0431, 21.7118
Si, 9.5409, 6.7822, 21.71
Si, 6.8046, 9.5273, 21.6902
Si, 9.5341, 12.243, 21.7617
Si, 12.2737, -1.3123, 21.7734
Si, 14.9857, 1.3693, 21.8468
Si, 12.2684, 4.0573, 21.7505
Si, 14.9759, 6.8224, 21.7918
Si, 12.2865, 9.5365, 21.7829
Si, 14.9662, 12.2512, 21.7852
Si, 17.6982, -1.3546, 21.8249
Si, 20.3731, 1.3813, 21.7127
Si, 17.6833, 4.0973, 21.8225
Si, 20.3645, 6.7888, 21.7799
Si, 17.6745, 9.535, 21.7891
Si, 20.3763, 12.2716, 21.7917
Si, 23.0793, -1.3691, 21.7131
Si, 25.8066, 1.3254, 21.674
Si, 23.0548, 4.084, 21.7002
Si, 25.8146, 6.8383, 21.6919
Si, 23.1507, 9.5526, 21.7407
Si, 25.8506, 12.198, 21.6976
Si, 28.5797, -1.3837, 21.7035
Si, 31.2762, 1.3648, 21.741
Si, 28.55, 4.0841, 21.7033
Si, 31.2818, 6.8002, 21.7787
Si, 28.5786, 9.5125, 21.7804
Si, 31.3094, 12.2565, 21.744
Si, 2.7033, -0.0371, 23.1367
Si, 5.3967, 2.7331, 23.0928
Si, 2.6368, 5.4334, 23.1842
Si, 5.4754, 8.1299, 23.011
Si, 2.7317, 10.9011, 23.1736
Si, 5.4397, 13.5801, 23.1744
Si, 8.1383, 0.0159, 23.1303
Si, 10.9436, 2.647, 23.0908
Si, 8.238, 5.3286, 23.021
Si, 10.8673, 8.178, 23.0641
Si, 8.1224, 10.8883, 23.0807
Si, 10.8968, 13.6469, 23.0803
Si, 13.6379, -0.0087, 23.2189
Si, 16.3463, 2.746, 23.2187
Si, 13.6076, 5.4353, 23.1054
Si, 16.3308, 8.1866, 23.1759
Si, 13.6486, 10.8931, 23.1816
Si, 16.3126, 13.595, 23.169
Si, 19.1081, 0.0236, 23.135
Si, 21.665, 2.7702, 23.0805
Si, 19.0202, 5.4562, 23.2242
Si, 21.7842, 8.1671, 23.0374
Si, 18.9999, 10.9247, 23.1519
Si, 21.7769, 13.6044, 23.1436
Si, 24.3957, 0.0286, 23.0391
Si, 27.2103, 2.6501, 22.986
Si, 24.4311, 5.4622, 22.9841
Si, 27.1514, 8.1645, 23.1038
Si, 24.5158, 10.9021, 23.1346
Si, 27.2235, 13.5449, 23.0142
Si, 29.9643, -0.0557, 23.0633
Si, 32.5474, 2.7485, 23.1656
Si, 29.8814, 5.4381, 23.101
Si, 32.659, 8.1533, 23.1467
Si, 29.9706, 10.9099, 23.1009
Si, 32.6566, 13.5672, 23.1722
Si, 1.3113, 1.3577, 24.435
Si, 4.0235, 4.0522, 24.4922
Si, 1.2304, 6.7432, 24.6001
Si, 4.1833, 9.5019, 24.396
Si, 1.3565, 12.2354, 24.6118
Si, 4.0518, -1.4028, 24.5354
Si, 6.7647, 1.4198, 24.4589
Si, 9.5764, 3.9553, 24.4271
Si, 6.86, 6.7044, 24.2654
Si, 9.4868, 9.5386, 24.3981
Si, 6.8238, 12.2163, 24.5366
Si, 9.5174, -1.3589, 24.4588
Si, 12.2725, 1.3659, 24.5624
Si, 14.9609, 4.1596, 24.5531
Si, 12.1793, 6.7716, 24.3942
Si, 15.0137, 9.5328, 24.5917
Si, 12.274, 12.3338, 24.4461
Si, 15.0205, -1.3691, 24.5918
Si, 17.7798, 1.3637, 24.5281
Si, 20.3907, 4.0877, 24.5884
Si, 17.6709, 6.8582, 24.5836
Si, 20.4777, 9.5718, 24.3668
Si, 17.6071, 12.2368, 24.5815
Si, 20.4733, -1.3215, 24.5217
Si, 22.9926, 1.4004, 24.3972
Si, 25.7821, 4.0216, 24.2106
Si, 23.1115, 6.7994, 24.4017
Si, 25.8578, 9.5415, 24.5196
Si, 23.1781, 12.2784, 24.5103
Si, 25.7854, -1.4155, 24.2426
Si, 28.5817, 1.2935, 24.3533
Si, 31.1107, 4.0729, 24.5723
Si, 28.5, 6.7878, 24.4338
Si, 31.3818, 9.6088, 24.4728
Si, 28.5905, 12.2501, 24.4466
Si, 31.2839, -1.3856, 24.5101
Si, 32.6579, -0.0168, 25.8362
Si, 2.5674, 2.7538, 25.841
Si, 32.3301, 5.4857, 26.0451
Si, 2.8095, 8.1184, 25.6804
Si, 32.6862, 10.8656, 26.0653
Si, 2.747, 13.566, 26.0091
Si, 5.3356, 0.1175, 25.7812
Si, 8.2296, 2.6473, 25.8523
Si, 5.5443, 5.3829, 25.6776
Si, 8.2366, 7.9935, 25.6326
Si, 5.5469, 10.7704, 25.8923
Si, 8.1288, 13.6616, 25.8746
Si, 10.9015, -0.0539, 25.8524
Si, 13.6559, 2.7246, 25.9266
Si, 10.9274, 5.3152, 25.7593
Si, 13.4569, 8.1767, 25.7399
Si, 10.7367, 11.0629, 25.6697
Si, 13.6635, 13.5767, 25.9523
Si, 16.4854, -0.0533, 25.8951
Si, 19.0359, 2.7497, 26.0073
Si, 16.2351, 5.5994, 25.9986
Si, 19.1578, 8.2639, 25.7615
Si, 16.3504, 10.858, 26.1208
Si, 19.0463, 13.6369, 25.7983
Si, 21.7999, 0.0736, 25.9336
Si, 24.3721, 2.8031, 25.6203
Si, 21.7792, 5.5052, 25.8674
Si, 24.48, 8.1137, 25.7855
Si, 21.8402, 10.8553, 25.8015
Si, 24.54, 13.7102, 25.81
Si, 27.1421, -0.0895, 25.5305
Si, 29.7726, 2.5818, 25.9073
Si, 27.1355, 5.242, 25.6202
Si, 29.8434, 8.3254, 25.6339
Si, 27.2591, 10.9136, 25.855
Si, 29.8924, 13.6194, 25.8776
Si, 1.5816, -1.0738, 27.254
Si, 3.741, 1.2101, 27.1589
Si, 0.8916, 3.8037, 27.1645
Si, 4.4189, 6.9775, 26.9136
Si, 1.8069, 9.5844, 27.1537
Si, 3.942, 11.8722, 27.2147
Si, 6.8573, -1.0574, 27.0606
Si, 9.2624, 0.9584, 27.1751
Si, 7.1009, 4.2868, 27.0612
Si, 9.3555, 6.4414, 27.025
Si, 6.7351, 9.027, 27.0302
Si, 9.7822, 12.6134, 27.1941
Si, 12.1022, -1.5591, 27.2129
Si, 15.3548, 1.5757, 27.0905
Si, 12.4985, 4.3262, 27.2095
Si, 14.5142, 6.7676, 27.256
Si, 12.194, 9.7949, 26.8566
Si, 14.571, 11.8774, 27.3686
Si, 17.9896, -1.2517, 27.3444
Si, 20.1472, 1.0897, 27.3136
Si, 17.3761, 3.9526, 27.2362
Si, 20.6228, 7.1004, 27.1686
Si, 18.2463, 9.861, 27.1998
Si, 20.3356, 12.1627, 27.011
Si, 23.592, -0.8972, 27.1584
Si, 25.7261, 1.2976, 26.7073
Si, 23.4302, 4.3922, 27.1004
Si, 25.6981, 6.4714, 26.9193
Si, 22.9098, 9.2167, 27.1337
Si, 26.1367, 12.5423, 27.0697
Si, 28.2176, -1.4952, 27.0457
Si, 31.4357, 1.452, 27.1929
Si, 27.9083, 3.5122, 27.0405
Si, 30.7654, 6.9913, 27.2287
Si, 28.8727, 9.8253, 27.1898
Si, 31.0279, 12.1257, 27.3208
Si, 0.6835, 6.9772, 34.2718
Si, 5.2501, 3.0187, 29.2938
Si, 28.3889, 3.3476, 29.8914
Si, 17.6894, -2.2842, 30.3828
Si, 28.8691, 9.4493, 33.2296
Si, 16.9533, 11.1799, 31.4233
Si, 8.7685, -1.9543, 34.3202
Si, 17.4833, 9.9152, 33.9777
Si, 30.3992, 7.6974, 35.2248
Si, 9.8768, 1.3416, 30.1976
Si, 14.2927, 5.4403, 34.5481
Si, 4.0349, -2.297, 31.9941
Si, 1.3835, 4.85, 30.0431
Si, 13.6349, 0.2428, 29.2666
Si, 2.6732, -1.5504, 37.3589
Si, 6.3064, 6.8787, 31.4114
Si, 8.6014, 12.775, 29.9593
Si, 15.0985, -0.9879, 31.7624
Si, 14.1972, 11.3127, 30.3246
Si, 24.6159, 11.2257, 32.0433
Si, 14.3777, 9.7104, 34.4648
Si, 24.3335, 11.0998, 29.189
Si, 15.7695, -2.6195, 36.3284
Si, 13.3569, 3.4514, 32.5641
Si, 14.7501, 1.1419, 33.9966
Si, 30.9362, 2.4823, 33.0319
Si, 28.1354, 7.3467, 28.709
Si, 26.9524, -0.6651, 34.0193
Si, 25.0363, 4.0991, 34.2792
Si, 21.0078, 1.5311, 30.361
Si, 29.5655, -0.0146, 32.2703
Si, 7.0538, 8.7887, 33.509
Si, 30.3596, 9.7718, 37.4924
Si, 1.2367, 2.709, 32.2467
Si, 25.1343, 7.0483, 33.5294
Si, 10.1348, 2.4531, 36.3815
Si, 7.7031, 10.941, 31.8422
Si, 31.8343, -1.9646, 32.5402
Si, 0.6427, 11.0915, 30.5228
Si, 29.4769, 0.4056, 29.2811
Si, 22.2408, -2.8379, 29.1748
Si, 31.2916, 0.6891, 35.6125
Si, 12.1619, 2.9307, 29.9283
Si, 1.0796, -1.0038, 34.7881
Si, 18.1091, 8.5608, 30.1144
Si, 5.6169, 6.7384, 37.384
Si, 6.9742, 4.2481, 33.1462
Si, 9.0497, 10.0496, 37.2567
Si, 18.6682, 5.8462, 29.4029
Si, 13.2499, 12.6213, 34.9859
Si, 7.6916, 0.5252, 36.036
Si, 10.119, -1.4387, 31.4503
Si, 20.6613, -1.4746, 36.5931
Si, 17.9736, -0.5615, 36.3569
Si, 18.9804, 3.9927, 36.9279
Si, 8.0116, 7.5367, 35.7386
Si, 14.2202, 4.2298, 37.1531
Si, 22.2658, 7.9446, 34.0872
Si, 28.4341, 0.3764, 36.2931
Si, 22.7156, 7.4261, 37.0331
Si, 12.7844, -3.0411, 32.047
Si, 29.3777, 5.1137, 36.4317
Si, 13.729, 7.531, 32.7637
Si, 25.0138, 9.6328, 37.2164
Si, 24.7186, 0.6297, 32.6202
Si, 27.5733, 7.0233, 31.797
Si, 29.7082, 5.0512, 32.0672
Si, 2.8132, 11.1273, 32.376
Si, 19.9843, 3.5135, 34.1982
Si, 2.0105, 9.6748, 34.7558
Si, 3.9492, 5.8044, 29.7367
Si, 5.6039, -2.803, 29.3148
Si, 31.6724, 3.2123, 36.8138
Si, 1.544, 4.1125, 35.1086
Si, 32.1836, 6.6089, 31.3829
Si, 31.079, 11.4795, 32.8085
Si, 3.4368, 4.5899, 37.2567
Si, 2.9472, 0.4423, 32.9912
Si, 10.8224, 8.2119, 29.147
Si, 9.2638, 5.1297, 35.0743
Si, 7.1844, 1.9951, 31.4506
Si, 4.7434, 10.4007, 34.3686
Si, 11.7348, 5.5169, 33.6227
Si, 6.1202, 12.8125, 33.6448
Si, 32.6715, 8.6274, 29.1993
Si, 12.8715, 1.4725, 36.3416
Si, 5.779, 1.6061, 33.8747
Si, 13.7742, 8.1734, 29.914
Si, 22.7507, 2.2004, 34.4455
Si, 10.4907, -3.5946, 36.3362
Si, 14.4859, 9.6157, 37.311
Si, 20.4035, 4.2314, 31.3913
Si, 17.1792, 11.1915, 36.5663
Si, 21.8517, 10.7557, 33.3565
Si, 8.034, 8.7699, 29.8773
Si, 19.8503, 8.7531, 32.5455
Si, 20.6205, -1.4596, 31.4267
Si, 17.5236, 2.198, 35.0534
Si, 22.47, 0.8688, 37.2316
Si, 22.9482, 3.5853, 30.0679
Si, 26.1872, 9.7769, 34.4435
Si, 32.365, 11.081, 35.6486
Si, 21.8825, -2.6261, 34.0401
Si, 25.5941, 3.1433, 31.3766
Si, 24.7686, -2.2427, 32.8624
Si, 0.6142, -3.6614, 37.6602
Si, 27.1106, 3.103, 36.3413
Si, 32.6611, -2.6071, 29.5237
Si, 1.3361, 15.0014, 5.4559
Si, 4.0856, 1.3762, 5.42
Si, 1.3586, 4.085, 5.4292
Si, 4.118, 6.7822, 5.4743
Si, 1.3673, 9.5096, 5.5384
Si, 4.1253, 12.2692, 5.4728
Si, 6.8023, 14.9977, 5.4051
Si, 9.5155, 1.3736, 5.3862
Si, 6.8239, 4.0524, 5.432
Si, 9.5374, 6.7815, 5.4111
Si, 6.8035, 9.5342, 5.4146
Si, 9.513, 12.2558, 5.4317
Si, 12.2523, 14.9845, 5.3888
Si, 14.9628, 1.3534, 5.3864
Si, 12.2084, 4.0927, 5.388
Si, 14.9664, 6.7572, 5.4342
Si, 12.2544, 9.4895, 5.4609
Si, 15.0101, 12.2327, 5.4593
Si, 17.6928, 14.9493, 5.4236
Si, 20.3695, 1.3561, 5.4534
Si, 17.7056, 4.0567, 5.3781
Si, 20.4253, 6.779, 5.4026
Si, 17.6951, 9.5036, 5.4121
Si, 20.3952, 12.2056, 5.4225
Si, 23.0779, 14.9334, 5.5051
Si, 25.8005, 1.3977, 5.5168
Si, 23.0962, 4.112, 5.4307
Si, 25.7961, 6.8294, 5.4172
Si, 23.0985, 9.4748, 5.3811
Si, 25.8116, 12.2032, 5.5042
Si, 28.5371, 14.9716, 5.5374
Si, 31.3008, 1.3844, 5.4883
Si, 28.5365, 4.1201, 5.4713
Si, 31.2587, 6.7955, 5.4885
Si, 28.5123, 9.5272, 5.4569
Si, 31.2603, 12.2653, 5.5287
Si, 2.7273, 0.0225, 6.8011
Si, 5.4486, 2.7148, 6.7967
Si, 2.7205, 5.4363, 6.8062
Si, 5.4692, 8.1687, 6.8054
Si, 2.7457, 10.9064, 6.8313
Si, 5.4749, 13.635, 6.8108
Si, 8.169, 0.0184, 6.7709
Si, 10.8693, 2.7279, 6.7627
Si, 8.1713, 5.4363, 6.7827
Si, 10.8884, 8.1294, 6.8003
Si, 8.1633, 10.8848, 6.7901
Si, 10.8938, 13.6199, 6.7654
Si, 13.6056, 0.0087, 6.7689
Si, 16.3282, 2.7101, 6.7513
Si, 13.5873, 5.4147, 6.7795
Si, 16.319, 8.1504, 6.7718
Si, 13.6161, 10.8748, 6.7932
Si, 16.3454, 13.602, 6.8102
Si, 19.0218, -0.0076, 6.8079
Si, 21.7418, 2.7328, 6.7885
Si, 19.0428, 5.4269, 6.7576
Si, 21.7607, 8.1391, 6.7833
Si, 19.0383, 10.8588, 6.7916
Si, 21.7199, 13.5649, 6.8283
Si, 24.4437, 0.0011, 6.8382
Si, 27.1897, 2.7489, 6.8407
Si, 24.462, 5.458, 6.7964
Si, 27.1521, 8.1703, 6.8111
Si, 24.4407, 10.8235, 6.8057
Si, 27.1699, 13.5864, 6.8534
Si, 29.9264, 0.0225, 6.8461
Si, 32.6627, 2.7385, 6.832
Si, 29.9044, 5.4451, 6.8484
Si, 32.6259, 8.1479, 6.8546
Si, 29.8843, 10.8771, 6.8341
Si, 32.6423, 13.6331, 6.8426
Si, 1.3805, 1.3747, 8.1819
Si, 4.0933, 4.0824, 8.1599
Si, 1.3632, 6.786, 8.1848
Si, 4.1, 9.5233, 8.1699
Si, 1.3721, 12.2606, 8.1817
Si, 4.086, 14.9737, 8.1614
Si, 6.8073, 1.3564, 8.1544
Si, 9.5236, 4.077, 8.148
Si, 6.8245, 6.8023, 8.1565
Si, 9.5255, 9.5124, 8.1433
Si, 6.8207, 12.2522, 8.1614
Si, 9.5324, 14.9742, 8.1329
Si, 12.2412, 1.3705, 8.1262
Si, 14.9615, 4.06, 8.1274
Si, 12.2503, 6.782, 8.1582
Si, 14.9691, 9.5102, 8.1491
Si, 12.2427, 12.2453, 8.1336
Si, 14.9551, 14.9614, 8.1414
Si, 17.6591, 1.3573, 8.1499
Si, 20.3839, 4.0826, 8.1513
Si, 17.6794, 6.7868, 8.127
Si, 20.3962, 9.4991, 8.1467
Si, 17.6923, 12.2298, 8.1613
Si, 20.3759, 14.9506, 8.1723
Si, 23.0851, 1.3715, 8.1726
Si, 25.8154, 4.1025, 8.1762
Si, 23.1092, 6.8012, 8.169
Si, 25.8081, 9.5084, 8.1918
Si, 23.0984, 12.2093, 8.1666
Si, 25.814, 14.9631, 8.1907
Si, 28.5544, 1.38, 8.1898
Si, 31.2797, 4.0819, 8.1876
Si, 28.5307, 6.8163, 8.1748
Si, 31.2634, 9.5256, 8.1878
Si, 28.5376, 12.2336, 8.2032
Si, 31.2789, 14.9781, 8.2026
Si, 32.6528, 0.0161, 9.5422
Si, 2.7403, 2.7293, 9.5364
Si, 32.6413, 5.4368, 9.5463
Si, 2.7315, 8.1611, 9.5237
Si, 32.6423, 10.8891, 9.5275
Si, 2.735, 13.6141, 9.5345
Si, 5.4508, 0.0037, 9.5233
Si, 8.1647, 2.7211, 9.5128
Si, 5.4539, 5.4462, 9.5148
Si, 8.1756, 8.1606, 9.5209
Si, 5.4584, 10.8886, 9.5231
Si, 8.184, 13.6105, 9.5108
Si, 10.8879, 0.0101, 9.4983
Si, 13.6, 2.7158, 9.5012
Si, 10.8837, 5.4306, 9.5157
Si, 13.605, 8.154, 9.5098
Si, 10.8867, 10.8804, 9.4981
Si, 13.5987, 13.5996, 9.503
Si, 16.3044, -0.0011, 9.5124
Si, 19.0235, 2.7182, 9.5077
Si, 16.3133, 5.4327, 9.4906
Si, 19.0299, 8.1454, 9.5034
Si, 16.3203, 10.8737, 9.5121
Si, 19.0276, 13.593, 9.5342
Si, 21.7355, -0.0011, 9.526
Si, 24.4588, 2.7274, 9.5257
Si, 21.743, 5.4378, 9.5177
Si, 24.4581, 8.1494, 9.547
Si, 21.7391, 10.8605, 9.5268
Si, 24.4531, 13.5864, 9.528
Si, 27.1887, 0.0057, 9.5346
Si, 29.9196, 2.7267, 9.5487
Si, 27.1824, 5.4501, 9.5384
Si, 29.9018, 8.1637, 9.539
Si, 27.1731, 10.873, 9.5469
Si, 29.9133, 13.6025, 9.5421
Si, 1.3708, 14.9685, 10.8938
Si, 4.0967, 1.3635, 10.8899
Si, 1.3695, 4.079, 10.8965
Si, 4.0929, 6.8014, 10.8817
Si, 1.3669, 9.5224, 10.8799
Si, 4.0941, 12.2434, 10.8844
Si, 6.8154, 14.9603, 10.876
Si, 9.5278, 1.3613, 10.8705
Si, 6.8097, 4.083, 10.8778
Si, 9.5307, 6.7964, 10.8794
Si, 6.8135, 9.5209, 10.8807
Si, 9.534, 12.2402, 10.87
Si, 12.2404, 14.9627, 10.8635
Si, 14.9492, 1.358, 10.8725
Si, 12.2445, 4.0733, 10.8724
Si, 14.9615, 6.792, 10.8666
Si, 12.2436, 9.5201, 10.8656
Si, 14.9557, 12.2375, 10.8672
Si, 17.6614, 14.9588, 10.8777
Si, 20.3763, 1.3607, 10.8795
Si, 17.666, 4.0798, 10.8665
Si, 20.3847, 6.7967, 10.8769
Si, 17.676, 9.5107, 10.8697
Si, 20.388, 12.2312, 10.8855
Si, 23.0988, 14.957, 10.8822
Si, 25.8229, 1.3664, 10.8846
Si, 23.0994, 4.0822, 10.8857
Si, 25.8237, 6.7978, 10.9029
Si, 23.0992, 9.5144, 10.8953
Si, 25.8182, 12.2405, 10.8964
Si, 28.5506, 14.9644, 10.8936
Si, 31.2839, 1.3656, 10.9004
Si, 28.5495, 4.0878, 10.8928
Si, 31.2733, 6.8031, 10.8906
Si, 28.5449, 9.5195, 10.8996
Si, 31.2818, 12.2433, 10.892
Si, 2.7332, 0.0053, 12.2493
Si, 5.4549, 2.7243, 12.2454
Si, 2.7322, 5.4432, 12.2455
Si, 5.4522, 8.1604, 12.2426
Si, 2.7305, 10.88, 12.2403
Si, 5.4562, 13.6016, 12.2404
Si, 8.1724, 0.0012, 12.237
Si, 10.8836, 2.7182, 12.2371
Si, 8.1686, 5.44, 12.2425
Si, 10.8887, 8.1611, 12.2346
Si, 8.1742, 10.8815, 12.2359
Si, 10.8887, 13.6011, 12.2323
Si, 13.5939, -0.0017, 12.2337
Si, 16.3087, 2.7204, 12.2298
Si, 13.5993, 5.4384, 12.2319
Si, 16.3144, 8.1556, 12.2315
Si, 13.5997, 10.8786, 12.2323
Si, 16.3065, 13.5972, 12.2367
Si, 19.02, -0.0011, 12.238
Si, 21.7387, 2.7196, 12.2398
Si, 19.0232, 5.4381, 12.233
Si, 21.7383, 8.1546, 12.2462
Si, 19.0248, 10.8738, 12.2392
Si, 21.7427, 13.5971, 12.2429
Si, 24.4629, 0.0002, 12.2386
Si, 27.1881, 2.7209, 12.2449
Si, 24.4602, 5.4362, 12.2511
Si, 27.1874, 8.1579, 12.2555
Si, 24.461, 10.8773, 12.2506
Si, 27.1882, 13.6013, 12.247
Si, 29.919, 0.0003, 12.2495
Si, 32.6469, 2.7219, 12.2559
Si, 29.915, 5.4425, 12.2501
Si, 32.6441, 8.163, 12.2398
Si, 29.9167, 10.8817, 12.2456
Si, 32.6469, 13.6029, 12.2461
Si, 1.3688, 1.3596, 13.6096
Si, 4.0901, 4.0805, 13.6048
Si, 1.3649, 6.8014, 13.5997
Si, 4.0888, 9.5178, 13.6027
Si, 1.3695, 12.2395, 13.5999
Si, 4.0944, 14.96, 13.601
Si, 6.814, 1.3602, 13.6013
Si, 9.5274, 4.0785, 13.6035
Si, 6.8089, 6.7988, 13.606
Si, 9.5295, 9.5187, 13.5985
Si, 6.8125, 12.2373, 13.5986
Si, 9.5296, 14.9579, 13.598
Si, 12.2396, 1.3577, 13.599
Si, 14.9535, 4.0787, 13.5948
Si, 12.2447, 6.8008, 13.5976
Si, 14.9594, 9.5194, 13.5958
Si, 12.2443, 12.2403, 13.5968
Si, 14.9508, 14.9596, 13.5971
Si, 17.6633, 1.3614, 13.5951
Si, 20.3808, 4.0822, 13.5974
Si, 17.6694, 6.7996, 13.5968
Si, 20.383, 9.5197, 13.6025
Si, 17.6665, 12.238, 13.5977
Si, 20.3792, 14.9575, 13.5974
Si, 23.1, 1.3592, 13.5976
Si, 25.8252, 4.0762, 13.604
Si, 23.1011, 6.7999, 13.6053
Si, 25.8261, 9.5194, 13.6064
Si, 23.1023, 12.2405, 13.6038
Si, 25.8269, 14.9642, 13.5991
Si, 28.5546, 1.3617, 13.6017
Si, 31.2801, 4.0832, 13.606
Si, 28.5526, 6.7985, 13.6079
Si, 31.283, 9.5212, 13.5981
Si, 28.5553, 12.2415, 13.6017
Si, 31.2833, 14.9592, 13.6047
Si, 32.6463, -0.0031, 14.9637
Si, 2.729, 2.7208, 14.965
Si, 32.6451, 5.4412, 14.961
Si, 2.7246, 8.1575, 14.962
Si, 32.6461, 10.8791, 14.9564
Si, 2.7321, 13.5985, 14.9577
Si, 5.4516, 0.0008, 14.9602
Si, 8.1691, 2.7173, 14.9675
Si, 5.4478, 5.4374, 14.9678
Si, 8.1708, 8.1598, 14.9638
Si, 5.4519, 10.8779, 14.9606
Si, 8.1702, 13.5965, 14.9586
Si, 10.8877, -0.0043, 14.9632
Si, 13.5981, 2.719, 14.9589
Si, 10.8867, 5.4414, 14.9631
Si, 13.6043, 8.1597, 14.9601
Si, 10.8866, 10.8796, 14.9595
Si, 13.5997, 13.5992, 14.9631
Si, 16.3075, 0.0017, 14.9576
Si, 19.0206, 2.7225, 14.9544
Si, 16.3104, 5.4394, 14.9553
Si, 19.0218, 8.1643, 14.9599
Si, 16.3125, 10.8816, 14.9651
Si, 19.0228, 13.5987, 14.9608
Si, 21.7381, -0.0009, 14.9546
Si, 24.4609, 2.7177, 14.9589
Si, 21.7374, 5.4432, 14.9603
Si, 24.4634, 8.161, 14.9617
Si, 21.7418, 10.8816, 14.9608
Si, 24.4665, 13.6024, 14.9542
Si, 27.1937, -0.0011, 14.957
Si, 29.9171, 2.7214, 14.9596
Si, 27.1889, 5.4353, 14.9596
Si, 29.9237, 8.1586, 14.9541
Si, 27.195, 10.8779, 14.9565
Si, 29.9228, 13.5958, 14.9599
Si, 1.3709, -1.365, 16.3193
Si, 4.0876, 1.3562, 16.3213
Si, 1.3643, 4.0797, 16.3208
Si, 4.0804, 6.7944, 16.3247
Si, 1.36, 9.5162, 16.3188
Si, 4.0881, 12.2359, 16.3185
Si, 6.8082, -1.3649, 16.3159
Si, 9.5312, 1.3553, 16.3247
Si, 6.8016, 4.0707, 16.3295
Si, 9.5257, 6.7972, 16.3281
Si, 6.8116, 9.5203, 16.3248
Si, 9.5267, 12.2368, 16.3224
Si, 12.2466, -1.3617, 16.3289
Si, 14.9539, 1.3609, 16.3234
Si, 12.2498, 4.0839, 16.3238
Si, 14.9628, 6.8006, 16.3231
Si, 12.2499, 9.5237, 16.3206
Si, 14.9599, 12.2465, 16.3295
Si, 17.6639, -1.3577, 16.3194
Si, 20.3756, 1.3601, 16.3115
Si, 17.6631, 4.0801, 16.3179
Si, 20.3795, 6.8082, 16.3187
Si, 17.6724, 9.5249, 16.3291
Si, 20.3814, 12.2386, 16.3219
Si, 23.1004, -1.3615, 16.3098
Si, 25.8287, 1.3583, 16.3109
Si, 23.0981, 4.0822, 16.314
Si, 25.8264, 6.7969, 16.312
Si, 23.1038, 9.5241, 16.3178
Si, 25.8298, 12.2394, 16.3053
Si, 28.5584, -1.3645, 16.3119
Si, 31.2823, 1.3615, 16.3141
Si, 28.5539, 4.0796, 16.3179
Si, 31.282, 6.8008, 16.3162
Si, 28.5666, 9.5197, 16.3081
Si, 31.2891, 12.2374, 16.3182
Si, 2.7275, -0.0031, 17.6809
Si, 5.4378, 2.7094, 17.6929
Si, 2.7186, 5.4346, 17.6896
Si, 5.441, 8.1605, 17.6756
Si, 2.7213, 10.8767, 17.6744
Si, 5.4445, 13.6, 17.6769
Si, 8.1704, -0.0127, 17.6772
Si, 10.8942, 2.7189, 17.68
Si, 8.16, 5.4334, 17.6862
Si, 10.8988, 8.1567, 17.6791
Si, 8.1707, 10.8798, 17.6904
Si, 10.8853, 13.5954, 17.6842
Si, 13.6109, -0.0052, 17.6922
Si, 16.3098, 2.7218, 17.6863
Si, 13.618, 5.4354, 17.6901
Si, 16.3153, 8.1639, 17.6879
Si, 13.6021, 10.8871, 17.6899
Si, 16.3179, 13.6071, 17.6962
Si, 19.0125, 0.0106, 17.6786
Si, 21.7327, 2.7212, 17.6658
Si, 19.0133, 5.451, 17.6715
Si, 21.735, 8.1745, 17.677
Si, 19.0305, 10.8836, 17.6967
Si, 21.7392, 13.6045, 17.6735
Si, 24.4691, -0.0079, 17.6615
Si, 27.1845, 2.7217, 17.6698
Si, 24.4535, 5.4493, 17.6709
Si, 27.2046, 8.1537, 17.6531
Si, 24.4667, 10.8895, 17.6674
Si, 27.2026, 13.5823, 17.6623
Si, 29.9198, -0.0002, 17.6652
Si, 32.645, 2.7164, 17.6773
Si, 29.9221, 5.4387, 17.6715
Si, 32.6392, 8.1569, 17.6816
Si, 29.9346, 10.8682, 17.6729
Si, 32.6538, 13.5939, 17.6793
Si, 1.3641, 1.3542, 19.04
Si, 4.0618, 4.0594, 19.0544
Si, 1.3543, 6.799, 19.045
Si, 4.0762, 9.516, 19.0342
Si, 1.3696, 12.2293, 19.0472
Si, 4.0792, -1.3689, 19.0424
Si, 6.8005, 1.3309, 19.0353
Si, 9.5276, 4.07, 19.0377
Si, 6.7844, 6.7919, 19.0366
Si, 9.5476, 9.5188, 19.0389
Si, 6.8017, 12.2463, 19.0415
Si, 9.5285, -1.3676, 19.0456
Si, 12.2594, 1.3656, 19.0434
Si, 14.9758, 4.0827, 19.0675
Si, 12.2669, 6.8035, 19.0412
Si, 14.9664, 9.5315, 19.0485
Si, 12.2481, 12.2509, 19.0542
Si, 14.9738, -1.35, 19.0718
Si, 17.6537, 1.3614, 19.056
Si, 20.3617, 4.0815, 19.0178
Si, 17.6698, 6.8067, 19.054
Si, 20.3895, 9.5262, 19.0636
Si, 17.6779, 12.2494, 19.0594
Si, 20.3713, -1.3524, 19.0249
Si, 23.1016, 1.3563, 19.0066
Si, 25.818, 4.0896, 19.0191
Si, 23.0885, 6.8131, 19.0281
Si, 25.8499, 9.523, 18.9935
Si, 23.0964, 12.2418, 19.0311
Si, 25.8293, -1.3853, 19.0061
Si, 28.5492, 1.3552, 19.0176
Si, 31.2855, 4.0813, 19.0303
Si, 28.5642, 6.8053, 19.0241
Si, 31.2878, 9.5145, 19.052
Si, 28.5729, 12.226, 19.0218
Si, 31.2941, -1.3507, 19.0208
Si, 32.6491, -0.0025, 20.4021
Si, 2.6954, 2.7055, 20.4327
Si, 32.6346, 5.4399, 20.4083
Si, 2.7163, 8.16, 20.4002
Si, 32.6617, 10.8636, 20.4165
Si, 2.7191, 13.5983, 20.4106
Si, 5.4401, -0.0223, 20.4088
Si, 8.1657, 2.6877, 20.3806
Si, 5.4137, 5.432, 20.4007
Si, 8.1718, 8.1486, 20.3657
Si, 5.4186, 10.8947, 20.3865
Si, 8.1618, 13.6008, 20.4119
Si, 10.8985, 0.0009, 20.3888
Si, 13.6363, 2.6962, 20.422
Si, 10.9145, 5.4241, 20.3799
Si, 13.621, 8.1682, 20.4123
Si, 10.9034, 10.8799, 20.4158
Si, 13.6077, 13.6113, 20.4225
Si, 16.3275, 0.0049, 20.4604
Si, 18.9987, 2.7449, 20.3976
Si, 16.3308, 5.4502, 20.4387
Si, 19.022, 8.1658, 20.4216
Si, 16.3192, 10.8901, 20.4196
Si, 19.0318, 13.6228, 20.4171
Si, 21.7346, 0.0077, 20.365
Si, 24.4473, 2.7241, 20.3605
Si, 21.703, 5.4516, 20.3683
Si, 24.4698, 8.196, 20.3435
Si, 21.742, 10.9037, 20.4218
Si, 24.4705, 13.5893, 20.3792
Si, 27.1928, -0.0329, 20.3523
Si, 29.917, 2.7147, 20.3682
Si, 27.1858, 5.4542, 20.3649
Si, 29.9214, 8.1511, 20.4073
Si, 27.2237, 10.8445, 20.3703
Si, 29.9482, 13.5914, 20.3598
O, 2.702, 0.05, 27.6877
O, 5.489, 8.0738, 27.4849
O, 5.2534, 11.9139, 34.6919
O, 4.9877, 6.7189, 30.5226
O, 32.485, 2.6298, 27.6423
O, 2.4826, 5.9851, 30.3776
O, 13.976, 9.0512, 35.8911
O, 2.8459, 10.7408, 27.6953
O, 6.451, 3.623, 28.3957
O, 23.4662, -2.5212, 33.7633
O, 13.4723, 9.0423, 33.3006
O, 1.5586, 4.3789, 28.5218
O, 10.9692, -2.6636, 27.6383
O, 7.424, 0.0399, 37.5731
O, 10.7415, 2.6352, 30.6622
O, 29.9618, 8.4775, 33.8967
O, 11.9024, 4.0148, 33.0247
O, 27.9028, 4.5033, 36.2575
O, 4.9179, 7.985, 38.1104
O, 21.7659, 8.1708, 27.6893
O, 13.5494, 5.5054, 27.609
O, 19.2417, 11.0988, 27.5979
O, 29.3998, 6.5337, 28.0473
O, 24.9151, 10.5709, 30.5994
O, 14.6571, 7.5902, 28.675
O, 27.9389, 6.8966, 30.2351
O, 23.6727, 9.8485, 28.4213
O, 31.7533, 3.709, 38.3427
O, 24.3605, 10.8067, 38.1017
O, 30.8779, -3.2409, 32.8392
O, 29.579, 5.5912, 37.9613
O, 33.0238, 3.4846, 36.0157
O, 1.7159, -2.594, 38.1212
O, 4.1774, -2.0487, 37.7701
O, 14.8248, 8.335, 38.2037
O, 7.7379, 10.6352, 37.9952
O, 11.5649, 12.1848, 39.0269
O, 23.037, -1.5808, 28.5327
O, 24.9551, 4.3108, 38.8229
O, 31.9905, 7.4244, 35.0867
O, 20.5374, 10.223, 32.5814
O, 11.5187, 7.0611, 38.8283
O, 20.6611, -2.3057, 37.9684
O, 30.9042, 0.7072, 28.558
O, 12.0833, 12.5248, 36.1019
O, 20.8451, 0.1059, 31.0778
O, 18.0966, 11.4727, 37.8629
O, 21.6452, -2.3714, 30.5823
O, 26.7785, 2.3523, 27.4422
O, 30.6387, 6.3355, 31.7217
O, 23.2905, 6.0904, 37.7707
O, 21.0222, 13.0147, 28.2202
O, 13.8687, 0.7218, 35.303
O, 8.3104, 1.3532, 30.5342
O, 28.0518, 1.8876, 35.8339
O, 14.3805, 7.5812, 31.2913
O, 14.3566, -2.6367, 35.5413
O, 8.6274, 4.3033, 38.8868
O, 28.0552, 8.5219, 32.1899
O, 25.4206, -1.6087, 38.8876
O, 14.7313, 6.8427, 33.8637
O, 18.2872, -0.2277, 37.9069
O, 11.3588, 1.591, 35.7619
O, 31.8558, -3.1291, 38.215
O, 10.4713, 0.0597, 30.9722
O, 28.2431, -0.541, 33.0322
O, 17.579, -1.9316, 28.7857
O, 21.6943, -2.0582, 35.5249
O, 1.3371, 5.7056, 34.9933
O, 17.901, 4.679, 28.5952
O, 19.8326, 6.4771, 28.4534
O, 9.9035, -2.8279, 35.0507
O, 32.2843, 2.4124, 32.1334
O, 16.0064, 2.0588, 34.5011
O, 9.2209, -2.0893, 30.261
O, 33.1202, -1.9228, 33.5624
O, 28.4229, 8.943, 28.4999
O, 29.9408, 8.6033, 36.4754
O, 3.139, 9.6895, 38.9324
O, 7.5188, 7.3117, 30.4058
O, 27.7983, 7.1283, 39.0082
O, 27.1952, -2.6467, 27.6184
O, 32.2157, -1.9643, 30.9506
O, 9.6509, 8.7988, 30.1063
O, 28.6438, -0.5589, 28.3006
O, 13.3747, 10.7813, 27.3667
O, 22.2056, 7.1641, 35.5139
O, 1.7753, 8.1731, 34.2114
O, 17.1761, 9.6803, 30.8179
O, 18.176, 9.0622, 28.5955
O, 25.624, 10.2866, 35.87
O, 5.8877, 1.6745, 38.84
O, 7.6993, 9.1181, 28.339
O, 16.8526, 6.9136, 38.9138
O, 31.6705, 11.0107, 34.2215
O, 32.5442, 8.0214, 30.6894
O, 2.21, -1.6381, 35.8011
O, 6.6393, 5.9753, 38.3517
O, 23.6538, -0.0978, 37.7554
O, 4.7388, -2.2545, 30.5482
O, 22.1599, 1.9157, 38.4282
O, 4.6886, 12.4337, 28.5463
O, 11.8913, 3.8767, 28.6519
O, 13.2853, 3.5217, 30.9432
O, 23.4821, 3.639, 34.3005
O, 30.3944, -1.1544, 38.9131
O, 12.7866, -0.9601, 28.5794
O, 3.1942, -0.9473, 32.2118
O, 18.4899, 5.2856, 37.7648
O, 22.4234, 12.3397, 38.8826
O, 15.355, 11.3634, 31.4476
O, 16.8053, 1.5921, 38.9321
O, 30.9208, -0.6726, 32.8724
O, 30.4099, 4.0303, 33.1395
O, 15.9343, 9.4574, 34.0919
O, 28.7771, 1.8244, 29.5547
O, 29.9288, 10.9661, 27.7391
O, 27.4885, -3.7341, 38.9353
O, 10.0788, 3.9356, 35.7607
O, 31.3983, 1.6169, 36.9327
O, 14.739, 12.1219, 28.9934
O, 24.5836, 5.4606, 27.579
O, 32.5243, 10.2271, 29.3864
O, 30.4572, 3.9734, 36.1025
O, 1.8129, 10.8412, 33.6289
O, 17.6986, 3.1419, 36.3798
O, 8.185, 5.4169, 27.556
O, 2.3763, -0.0885, 38.0001
O, 15.3168, 3.624, 38.1539
O, 12.5062, 12.9706, 33.603
O, 5.8627, 2.2645, 30.5717
O, 17.648, 7.0061, 29.9278
O, 8.1076, 9.9311, 33.032
O, 19.9124, 3.169, 37.9635
O, 2.1962, 5.2657, 38.0606
O, 9.8394, 11.2542, 36.541
O, 21.1595, 2.3919, 34.2476
O, 29.5553, -0.3708, 30.6924
O, 15.644, -2.9524, 37.9132
O, 33.104, 7.0429, 38.9676
O, 12.7057, 5.5534, 34.9318
O, 21.483, 7.9659, 37.9312
O, 12.7864, 0.6714, 37.7427
O, 10.3934, 2.5702, 37.9769
O, 24.9964, 12.796, 31.9198
O, 26.9886, 3.3843, 30.6556
O, 0.843, 9.927, 35.8292
O, 10.1387, 6.9865, 28.3438
O, 1.4396, 8.5448, 28.3946
O, 6.491, 7.2993, 36.1809
O, 14.1787, -1.1417, 38.9145
O, 8.7254, 1.7583, 36.0781
O, 6.4842, 5.5495, 32.3214
O, 13.2605, 5.2502, 37.9613
O, 25.2175, 1.5723, 31.4154
O, 1.8679, 0.2478, 34.1699
O, 1.0911, 11.2648, 38.3138
O, 19.1828, -1.5441, 35.9391
O, 7.7991, 3.3624, 32.0679
O, 29.4917, 4.1266, 30.7611
O, 21.8816, 4.5625, 30.8044
O, 4.3518, 4.2417, 29.8214
O, 20.317, 4.5081, 32.9797
O, 17.5774, 12.4185, 30.5802
O, 7.9493, 7.6105, 34.1298
O, 25.1368, 5.6991, 34.4201
O, 9.9931, 9.2236, 38.2717
O, 4.1294, 3.4815, 38.1869
O, 24.4336, 3.9216, 30.5694
O, 23.8821, 8.528, 36.921
O, 20.9319, 7.7057, 33.1746
O, 13.8645, 9.7847, 29.9359
O, 32.9972, 6.5209, 32.7599
O, 32.4589, -0.42, 35.6166
O, 16.5029, -1.1938, 36.1454
O, 17.539, 11.1652, 32.9321
O, 5.9875, -1.5758, 28.3394
O, 0.6521, 1.6764, 39.0184
O, 8.5644, 8.9643, 36.1894
O, 3.813, 6.2237, 28.1991
O, 25.878, 8.1903, 34.3944
O, 9.3098, -1.5052, 32.8574
O, 32.1937, 11.2034, 31.693
O, 12.6753, 1.5116, 29.3778
O, 1.0376, 12.5117, 29.8784
O, 22.8352, 3.7452, 28.4652
O, 32.5633, 5.4659, 30.304
O, 9.9762, 1.3368, 28.5806
O, 20.6603, 1.5438, 28.7821
O, 11.274, 9.3603, 28.1194
O, 14.9949, 4.992, 35.928
O, 29.0994, 10.5582, 38.1248
O, 23.0368, 11.0582, 32.3135
O, 26.1239, -2.0306, 33.7359
O, 4.391, 1.9469, 28.454
O, 31.5481, 7.9505, 28.2885
O, 20.0883, 2.6577, 31.0917
O, 24.4882, -0.8685, 32.038
O, 20.9751, -1.789, 32.9766
O, 23.0076, 1.6161, 35.922
O, 13.3706, 10.5096, 38.0669
O, 29.8623, -0.0394, 35.6629
O, 31.4578, 13.0292, 28.642
O, 26.1957, 8.9141, 38.0421
O, 1.6371, 3.6426, 31.0287
O, 9.2135, 12.0771, 28.6326
O, 25.5381, 11.7625, 28.3611
O, 6.1098, 8.1406, 32.3854
O, 19.6872, 9.6533, 38.8163
O, 22.3324, 9.5607, 34.3603
O, 28.4648, 0.2808, 37.9111
O, 6.7496, 1.0388, 32.6877
O, 29.7226, 1.5959, 32.421
O, 4.2848, 1.0695, 33.6318
O, 23.5879, 7.4739, 33.2615
O, 2.0513, 10.5041, 31.0836
O, 10.1986, 5.7872, 33.9322
O, 33.0878, 12.481, 36.0555
O, 25.4536, 10.5293, 33.2212
O, 6.0202, 9.4541, 34.5513
O, 8.899, 11.8744, 31.2839
O, 31.2066, 10.8891, 36.7302
O, 21.4634, 12.1304, 34.0893
O, 19.0855, -0.0957, 27.689
O, 25.9199, 0.5542, 33.719
O, 11.5371, -2.1775, 31.5425
O, 6.9987, 12.8537, 29.7705
O, 1.5707, 3.4025, 33.6687
O, 27.3787, -0.6239, 35.5808
O, 17.9778, 10.3142, 35.4669
O, 19.1014, -1.8219, 31.0205
O, 4.1774, 10.3691, 32.8212
O, 19.8797, 4.3276, 35.6108
O, 16.7603, 12.5446, 35.7908
O, 2.929, 3.8807, 35.9036
O, 18.0578, 0.7348, 35.4308
O, 13.3754, 2.9939, 36.5569
O, 23.209, 12.2296, 29.414
O, 29.5984, 6.3105, 35.3822
O, 6.3404, 1.0538, 35.2963
O, 2.1969, 1.4425, 31.9845
O, 6.4984, 11.8744, 32.3743
O, 22.5432, 2.0567, 30.4512
O, 26.7331, 2.7115, 37.8602
O, 19.3287, 5.1864, 30.7002
O, 16.3302, 2.7649, 27.6767
O, 18.4789, 8.7579, 33.4248
O, 3.0949, 12.7069, 32.1542
O, 25.9884, 6.874, 32.1514
O, 14.8786, 0.6654, 28.3443
O, 14.0728, 11.2731, 34.6699
O, 24.7165, 0.2635, 27.5545
O, 15.2921, -0.1157, 33.1246
O, 10.1231, -2.6485, 37.6241
O, 14.2028, -2.2812, 32.0544
O, 19.4802, 8.4601, 30.9924
O, 28.3324, 5.7783, 32.5462
O, 23.3758, 1.187, 33.3426
O, 5.9587, 12.4598, 38.7103
O, 28.2747, 4.1402, 28.4917
O, 27.7861, 10.0259, 34.2988
O, 13.7299, 1.9575, 33.0302
O, 12.1998, 7.7355, 29.8551
O, 31.2874, 9.068, 38.5904
O, 26.6872, 7.0756, 28.0512
O, 5.1832, -2.3051, 33.1325
O, 7.4624, -2.9032, 34.2607
O, 12.9172, 12.0179, 31.0271
O, 8.0354, -0.0477, 27.5899
O, 14.4603, 4.3878, 33.307
O, 15.8416, 10.4592, 37.0944
O, 3.5259, 9.8849, 35.3155
O, 0.8187, -1.5337, 28.6251
O, 7.263, 9.9734, 30.6328
O, 25.7135, 3.6891, 32.8803
O, 18.5398, 2.804, 33.9437
O, 12.3446, 6.6771, 32.6586
O, 14.262, -0.1267, 30.6899
O, 29.691, 10.678, 32.5473
O, 4.4996, 5.7244, 36.8469
O, 16.5199, -1.4834, 31.1734
O, 25.7802, 3.3101, 35.4682
O, 21.1127, 0.051, 36.917
O, 7.8834, 4.6417, 34.4116
O, 8.9414, 6.2875, 36.1672
O, 5.814, 3.2461, 33.7372
O, 31.358, 1.7849, 34.4237
O, 8.369, -0.6636, 35.1937

Results
total energy: -218736.462 eV
total energy less fixed offsets of O -438.35, Si -107.03 eV per atom: -17.742 eV

Forces (eV/angstrom), in the order of the atoms: element, x, y, z
Si, 0.0071, 0.1773, 0.6871
Si, -0.2249, 0.1463, 0.6711
Si, 0.1141, -0.2567, 0.6558
Si, -0.1107, 0.1151, 0.7811
Si, 0.149, -0.08, 0.7054
Si, 0.1113, -0.123, 0.7912
Si, 0.1112, -0.0662, 0.7833
Si, -0.2656, 0.3451, 0.6915
Si, 0.2569, -0.2335, 0.73
Si, 0.1233, -0.0903, 0.7098
Si, 0.0134, 0.1074, 0.7482
Si, -0.1735, -0.056, 0.6363
Si, 0.2381, -0.1593, 0.6958
Si, 0.2429, -0.1439, 0.7177
Si, -0.2836, 0.1711, 0.7378
Si, -0.2084, 0.0691, 0.7159
Si, 0.0968, -0.1792, 0.7181
Si, 0.0061, 0.257, 0.7325
Si, -0.2464, 0.0789, 0.7666
Si, -0.087, 0.1827, 0.7418
Si, 0.2162, -0.1294, 0.7616
Si, -0.0641, 0.2148, 0.7212
Si, 0.2721, -0.2366, 0.7603
Si, 0.1755, -0.1559, 0.7489
Si, 0.0793, -0.2267, 0.7434
Si, 0.0174, -0.0027, 0.452
Si, -0.1131, 0.2092, 0.7577
Si, 0.1434, -0.1201, 0.7463
Si, -0.1931, 0.2205, 0.7434
Si, -0.2914, 0.0771, 0.7352
Si, 0.139, 0.0284, 0.6904
Si, 0.1726, -0.0432, 0.7782
Si, -0.0965, 0.2642, 0.7189
Si, -0.1812, 0.0009, 0.7014
Si, 0.0784, -0.2683, 0.7277
Si, -0.0112, -0.0788, 0.6076
Si, -0.0007, 0.0382, -0.0552
Si, 0.0104, -0.0027, -0.0556
Si, 0.0039, 0.0158, -0.0437
Si, 0.0036, 0.007, -0.0386
Si, -0.0058, 0.0128, -0.0484
Si, -0.0029, 0.012, -0.052
Si, 0.0012, -0.0098, -0.0373
Si, 0.0091, -0.0025, -0.0604
Si, -0.0336, -0.0054, -0.067
Si, -0.0025, 0.0069, -0.071
Si, 0.0229, -0.0057, -0.0505
Si, 0.0085, 0.0126, -0.0223
Si, 0.0132, -0.0075, -0.0481
Si, -0.0285, 0.004, -0.0565
Si, -0.0038, -0.0144, -0.0355
Si, 0.0053, 0.0342, -0.0303
Si, -0.028, 0.0062, -0.0564
Si, 0.0224, 0.0039, -0.0678
Si, 0.0149, 0.006, -0.0603
Si, 0.0116, 0.0266, -0.0677
Si, -0.0259, -0.002, -0.0689
Si, 0.0374, -0.0527, -0.0386
Si, -0.0245, 0.0293, -0.0438
Si, -0.0284, 0.0131, -0.0512
Si, -0.0114, -0.0191, -0.0396
Si, 0.0232, -0.0205, -0.0511
Si, -0.0158, 0.0077, -0.0215
Si, -0.0182, 0.0054, -0.0846
Si, 0.0058, -0.0182, -0.0508
Si, 0.0204, -0.0239, -0.0387
Si, -0.0071, -0.0406, -0.0497
Si, 0.0388, -0.0301, -0.0478
Si, 0.0091, -0.0347, -0.0746
Si, -0.0013, 0.0243, -0.0359
Si, -0.0005, 0.0106, -0.038
Si, 0.0067, 0.0061, -0.0227
Si, 0.0006, -0.0004, 0.0182
Si, 0.0116, -0.009, 0.0135
Si, -0.0103, -0.0253, 0.0298
Si, -0.0153, 0.0034, 0.0163
Si, 0.0168, -0.0159, 0.044
Si, -0.0115, -0.0191, 0.0254
Si, -0.0237, -0.0205, 0.0182
Si, 0.018, 0.0035, -0.0013
Si, 0.0235, -0.0049, 0.0297
Si, -0.0137, -0.007, 0.038
Si, 0.0053, -0.0024, 0.0053
Si, 0.0155, 0.0116, 0.0127
Si, -0.0215, 0.0219, 0.0308
Si, -0.004, 0.004, 0.0206
Si, 0.0148, 0.0246, -0.0037
Si, 0.0271, -0.0028, 0.0331
Si, 0.0045, -0.0081, 0.028
Si, -0.0137, -0.0373, 0.0091
Si, 0.0043, -0.0074, -0.0057
Si, 0.0016, -0.004, 0.022
Si, 0.0024, -0.0263, 0.0166
Si, -0.0001, -0.0084, -0.0158
Si, 0.0045, -0.0027, 0.0325
Si, 0.0017, -0.0011, 0.018
Si, -0.017, -0.007, 0.0393
Si, -0.018, 0.0088, 0.0172
Si, 0.0341, 0.0407, 0.0369
Si, 0.0051, 0.0072, 0.0421
Si, 0.0171, 0.0173, -0.0002
Si, 0.0001, 0.0164, 0.0288
Si, -0.0069, 0.0135, 0.0404
Si, -0.0499, 0.0019, 0.006
Si, 0.0133, 0.0116, -0.0184
Si, 0.006, 0.0082, 0.0305
Si, -0.0057, -0.0176, 0.02
Si, 0.0021, 0.0226, 0.0084
Si, 0.0182, -0.0041, 0.001
Si, 0.0032, -0.0093, 0.0053
Si, -0.0141, 0.0014, -0.0254
Si, -0.0023, 0.0123, 0.0157
Si, 0.0106, -0.0009, -0.0103
Si, -0.0068, 0.0009, -0.0105
Si, -0.0018, 0.0138, -0.0176
Si, -0.0116, 0.0035, 0.0136
Si, -0.0015, 0.0015, -0.0059
Si, -0.0002, 0.0106, -0.0225
Si, -0.0018, 0.016, 0.008
Si, 0.0055, 0.0002, 0.0064
Si, 0.0005, 0.0093, -0.0007
Si, 0.0053, -0.0032, 0.0019
Si, -0.0148, -0.0084, 0.0023
Si, -0.0017, -0.0081, 0.0103
Si, -0.0073, -0.0188, -0.0069
Si, 0.0036, 0.0085, 0.0091
Si, -0.0003, 0.0008, -0.0032
Si, 0.0261, -0.0016, 0.0153
Si, -0.0027, -0.0116, -0.0092
Si, -0.0139, -0.0003, 0.0097
Si, 0.0051, 0.0169, -0.0225
Si, -0.0021, 0.0031, -0.015
Si, 0.0088, -0.0259, 0.0096
Si, -0.0052, -0.001, -0.0139
Si, 0.0126, -0.0035, -0.0045
Si, -0.0134, -0.0203, -0.0456
Si, -0.0133, 0.0014, 0.0028
Si, -0.0223, 0.0029, 0.0012
Si, 0.012, 0.0127, -0.0075
Si, 0.0187, -0.0056, -0.0101
Si, 0.031, -0.0133, 0.0107
Si, -0.0137, 0.0054, 0.0131
Si, -0.0128, 0.0002, -0.0216
Si, -0.0081, -0.0035, 0.0026
Si, 0.0079, -0.0051, -0.0011
Si, -0.0116, -0.0178, 0.001
Si, -0.0128, -0.0096, -0.0011
Si, 0.0084, -0.0052, 0.0037
Si, 0.0057, 0.0004, 0.0004
Si, 0.009, -0.0095, -0.0002
Si, -0.0096, -0.0041, 0.0043
Si, -0.0097, 0.0013, -0.007
Si, 0.0009, 0.0023, -0.0162
Si, -0.0137, 0.0008, -0.0083
Si, -0.0039, -0.0151, -0.0211
Si, 0.0079, -0.0074, -0.0109
Si, -0.0051, 0.0193, -0.0053
Si, -0.0157, 0.0205, 0.0083
Si, -0.0042, 0.0124, -0.0147
Si, 0.0052, 0.0078, 0.0035
Si, 0.0197, 0.0189, -0.0075
Si, -0.0138, 0.0054, -0.0092
Si, 0.0146, -0.0047, 0.0052
Si, 0.0002, -0.012, -0.0186
Si, 0.0085, -0.0089, 0.0053
Si, -0.002, -0.0198, 0.0019
Si, 0.0016, 0.0104, 0.0002
Si, 0.0109, -0.0151, -0.005
Si, -0.0051, 0.0072, -0.0065
Si, 0.0026, -0.0087, -0.0242
Si, 0.0134, -0.0161, -0.0223
Si, -0.0018, -0.0036, -0.0106
Si, 0.0056, 0.0007, -0.0027
Si, -0.0077, 0.0114, -0.0103
Si, -0.0032, -0.0031, -0.0107
Si, 0.0133, 0.0155, -0.004
Si, -0.0046, 0.0033, -0.0034
Si, 0.0013, -0.0044, 0.004
Si, -0.0075, 0.0172, 0.0193
Si, 0.0044, 0.0043, -0.0175
Si, 0.0089, 0.0088, 0.0274
Si, 0.0175, 0.0164, -0.0038
Si, -0.0033, 0.002, 0.0034
Si, 0.0112, 0.0017, 0.0129
Si, 0.0042, 0.0043, 0.0253
Si, 0.0213, 0.0052, -0.0008
Si, 0.0257, 0.0031, 0.0132
Si, 0.001, 0.0013, -0.0199
Si, 0.0068, 0.0027, -0.0057
Si, -0.0014, -0.0201, -0.0125
Si, -0.0106, 0.007, -0.0083
Si, -0.0167, -0.023, 0.0034
Si, -0.0025, -0.0118, -0.0042
Si, -0.0158, -0.0049, 0.0309
Si, -0.0054, -0.0418, 0.0057
Si, -0.0261, -0.0046, -0.0082
Si, -0.018, -0.0316, 0.0153
Si, 0.0121, -0.0016, 0.0039
Si, 0.011, 0.0172, 0.0183
Si, 0.0082, 0.0182, -0.007
Si, 0.0143, 0.0089, -0.0058
Si, 0.0147, 0.0133, -0.0017
Si, -0.0078, 0.0089, 0.0134
Si, -0.0077, 0.0084, 0.0025
Si, 0.0077, 0.0015, 0.0204
Si, -0.0009, 0.0178, 0.0158
Si, -0.0214, 0.0071, 0.0004
Si, -0.0073, -0.0062, -0.0098
Si, 0.0036, 0.0146, 0.0135
Si, 0.0051, -0.0152, 0.0094
Si, -0.0093, -0.002, -0.0078
Si, -0.0118, 0.004, 0.015
Si, -0.0031, -0.0195, 0.0061
Si, -0.001, 0.0013, 0.0028
Si, -0.0071, -0.0172, 0.0145
Si, 0.0053, -0.0218, 0.0021
Si, 0.0003, -0.0033, -0.0527
Si, 0.0045, -0.0179, -0.0192
Si, -0.0554, -0.0111, 0.0013
Si, 0.0417, 0.0165, -0.0354
Si, 0.0026, 0.008, 0.003
Si, -0.0164, 0.0005, -0.0325
Si, 0.0204, 0.0062, -0.0224
Si, -0.0258, -0.0069, -0.0391
Si, -0.0139, 0.0089, -0.0426
Si, 0.011, -0.0191, -0.0274
Si, -0.0275, 0.0089, -0.0131
Si, -0.0021, 0.0044, -0.0394
Si, -0.0023, 0.0029, -0.0077
Si, 0.0139, 0.01, -0.0183
Si, -0.016, 0.0012, 0.0009
Si, -0.0028, 0.0602, -0.0036
Si, 0.0145, 0.0276, -0.036
Si, -0.0313, 0.0106, 0.0007
Si, 0.0015, 0.0214, -0.0255
Si, -0.0024, -0.0012, 0.0052
Si, -0.0059, -0.0163, 0.0126
Si, 0.0144, 0.0009, -0.0177
Si, 0.0026, -0.0625, -0.0006
Si, 0.0038, 0.0149, -0.0218
Si, 0.0015, -0.0187, -0.0364
Si, -0.0186, -0.0132, -0.0388
Si, 0.0057, -0.0154, -0.0369
Si, 0.0135, -0.009, -0.0019
Si, 0.0004, 0.0105, -0.014
Si, -0.0046, -0.0147, -0.0372
Si, 0.001, 0.0012, -0.0277
Si, 0.0013, 0.0003, -0.0077
Si, 0.0117, -0.0353, -0.0071
Si, 0.0106, 0.0354, 0.005
Si, -0.0038, 0.0244, -0.0382
Si, -0.005, -0.0028, 0.0082
Si, 0.028, 0.0153, 0.0576
Si, -0.0081, 0.0203, 0.0697
Si, -0.0205, 0.0469, 0.0449
Si, 0.0022, -0.0194, 0.0095
Si, 0.0168, -0.0287, 0.0304
Si, 0.0246, -0.0099, 0.0396
Si, -0.026, 0.0069, 0.0253
Si, 0.0027, -0.0003, 0.0432
Si, 0.0366, -0.0033, 0.0482
Si, 0.035, -0.0171, 0.046
Si, -0.0154, -0.034, 0.0603
Si, 0.0146, -0.0043, 0.065
Si, -0.0128, 0.0087, 0.082
Si, 0.0062, 0.0121, 0.0548
Si, -0.0026, -0.016, 0.0496
Si, 0.0066, 0, 0.0161
Si, -0.0385, 0.0371, 0.0178
Si, -0.0173, -0.0176, 0.039
Si, 0.0193, -0.021, 0.0454
Si, -0.0281, 0.0068, 0.0409
Si, -0.0193, -0.0057, 0.0195
Si, 0.0077, -0.0066, 0.0551
Si, 0.0098, -0.0027, 0.023
Si, -0.0019, 0.0281, 0.0464
Si, -0.0102, -0.001, 0.0533
Si, -0.0225, 0.0256, 0.0378
Si, 0.0175, 0.0168, 0.0682
Si, -0.0107, -0.0078, 0.0526
Si, 0.0186, -0.0324, 0.0337
Si, 0.0041, 0.0081, 0.0644
Si, 0.0073, -0.0193, 0.0501
Si, 0.0555, 0.0086, 0.0351
Si, 0.0405, 0.0264, 0.0105
Si, -0.0553, 0.0494, 0.0071
Si, 0.022, 0.0162, 0.0349
Si, -0.0177, -0.0114, 0.0485
Si, -0.0652, -0.2604, -0.7668
Si, 0.129, 0.1428, -0.748
Si, 0.0541, 0.1484, -0.7942
Si, -0.0727, -0.0679, -0.7224
Si, -0.2697, -0.0001, -0.6512
Si, 0.0951, 0.2027, -0.7828
Si, -0.0357, -0.1545, -0.6822
Si, 0.0938, 0.2521, -0.7569
Si, -0.1165, -0.1334, -0.7329
Si, 0.1215, 0.1214, -0.7661
Si, 0.0072, 0.3299, -0.6756
Si, -0.2326, -0.129, -0.7244
Si, 0.1448, 0.2138, -0.742
Si, -0.1731, 0.0065, -0.7396
Si, -0.1733, -0.2875, -0.7442
Si, 0.332, 0.1415, -0.6323
Si, -0.0899, -0.2339, -0.7237
Si, 0.4471, 0.3421, -0.581
Si, -0.271, -0.1983, -0.695
Si, 0.2016, 0.24, -0.7167
Si, 0.1876, 0.1505, -0.8009
Si, -0.0663, -0.1521, -0.7608
Si, -0.3768, -0.0498, -0.762
Si, 0.1956, 0.029, -0.6726
Si, -0.1279, -0.0973, -0.739
Si, -0.0314, -0.0477, -0.4831
Si, -0.1244, -0.1136, -0.7126
Si, 0.0057, 0.0909, -0.6678
Si, 0.0743, 0.1323, -0.7644
Si, -0.1817, -0.0303, -0.7354
Si, 0.1859, 0.0131, -0.7456
Si, -0.2457, -0.1212, -0.7233
Si, 0.1681, 0.0304, -0.6997
Si, 0.2068, -0.2948, -0.709
Si, -0.2196, -0.0638, -0.7288
Si, 0.2129, 0.0642, -0.6648
Si, -0.1447, 0.1082, -0.0097
Si, 0.0625, 0.0376, -0.2118
Si, 0.0336, -0.0193, -0.1038
Si, -0.0092, -0.0269, -0.1111
Si, -0.0893, 0.0251, 0.049
Si, 0.1387, 0.0307, -0.1163
Si, 0.0242, 0.0856, -0.0638
Si, -0.0112, -0.0124, 0.0028
Si, 0.0811, 0.0062, 0.1084
Si, -0.0451, 0.018, -0.1234
Si, -0.0026, -0.0421, 0.0935
Si, 0.0395, -0.1061, -0.0292
Si, -0.1174, 0.0269, -0.1347
Si, 0.0051, -0.1532, -0.0792
Si, 0.1388, 0.0997, -0.0232
Si, 0.1864, -0.1569, -0.0427
Si, 0.0839, 0.0235, -0.0682
Si, 0.0357, 0.0844, -0.0662
Si, 0.0605, 0.0242, -0.2142
Si, -0.0044, -0.0204, 0.1358
Si, -0.0454, 0.0265, -0.0187
Si, -0.0489, 0.0239, -0.1643
Si, -0.0611, 0.002, 0.1423
Si, 0.0676, 0.0536, 0.0619
Si, 0.1109, 0.054, -0.0205
Si, -0.0618, 0.044, -0.0233
Si, 0.1264, 0.0864, -0.1798
Si, 0.0202, 0.0319, -0.0268
Si, -0.0139, 0.0485, 0.0197
Si, -0.0715, -0.109, -0.0704
Si, -0.0815, 0.0058, -0.0367
Si, 0.0126, 0.0145, -0.0677
Si, -0.0896, -0.0804, 0.1429
Si, -0.1374, 0.0182, 0.144
Si, -0.039, 0.0342, -0.0919
Si, -0.0045, -0.0765, 0.1405
Si, 0.0763, 0.04, 0.0193
Si, 0.1321, -0.061, -0.0479
Si, -0.0036, -0.0391, 0.0134
Si, 0.0658, 0.0348, -0.1111
Si, 0.0024, 0.0216, -0.2606
Si, 0.0396, 0.0345, -0.03
Si, 0.0861, 0.1664, 0.026
Si, -0.0292, -0.1295, 0.045
Si, -0.0022, 0.0911, 0.0577
Si, -0.0598, -0.0456, 0.2218
Si, -0.0196, 0.0331, -0.008
Si, 0.0492, 0.0737, 0.1749
Si, 0.0131, 0.0677, -0.2487
Si, 0.0216, -0.0057, 0.0298
Si, -0.0778, -0.0626, 0.129
Si, -0.1188, -0.0741, 0.0728
Si, -0.005, 0.0202, 0.065
Si, -0.1109, -0.02, 0.135
Si, -0.0513, -0.0011, 0.0132
Si, 0.1008, -0.0987, 0.2235
Si, -0.0148, 0.0287, 0.1166
Si, -0.0467, 0.087, 0.0761
Si, 0.0117, 0.0825, 0.2712
Si, -0.0043, -0.029, 0.1443
Si, 0.0447, -0.0366, -0.0198
Si, 0.0198, 0.0334, 0.2213
Si, -0.036, -0.0874, 0.0837
Si, -0.0369, -0.0517, 0.1109
Si, -0.0084, -0.0358, 0.111
Si, 0.0013, 0.0337, 0.0312
Si, -0.0031, -0.0633, 0.0592
Si, 0.0702, -0.0038, -0.0232
Si, -0.0501, 0.0202, 0.1354
Si, 0.038, -0.0191, -0.0043
Si, 0.1736, -0.0487, -0.0635
Si, 0.0655, 0, -0.1366
Si, -0.0291, 0.0637, 0.1416
Si, -0.089, 0.0069, -0.0594
Si, 0.0111, -0.0022, -0.016
Si, -0.1031, -0.0368, -0.0358
Si, -0.0739, 0.0665, 0.256
Si, 0.1603, -0.0268, 0.0316
Si, 0.0238, -0.0765, 0.0367
Si, -0.0395, -0.126, 0.0562
Si, 0.0205, 0.0431, -0.0339
Si, -0.1203, -0.0038, -0.0082
Si, 0.0633, 0.0503, 0.0013
Si, 0.1041, -0.0755, 0.0462
Si, 0.0175, -0.1583, -0.0721
Si, 0.1071, -0.0052, 0.13
Si, 0.1534, 0.0736, 0.0199
Si, -0.0528, -0.0483, -0.1126
Si, -0.0183, 0.0006, 0.0217
Si, -0.068, 0.0417, 0.1163
Si, -0.0096, 0.038, 0.0756
Si, 0.066, -0.1246, -0.1081
Si, 0.0247, -0.0117, 0.1277
Si, 0.0495, -0.093, 0.0967
Si, 0.0097, -0.0803, -0.0259
Si, 0.053, -0.0398, 0.0117
Si, -0.0577, -0.0021, -0.0375
Si, -0.1329, 0.0651, 0.0742
Si, -0.069, -0.0494, 0.0298
Si, -0.016, -0.0328, -0.0844
Si, -0.0047, -0.006, -0.0259
Si, 0.0315, 0.085, -0.0707
Si, -0.0781, -0.0015, -0.1915
Si, -0.0653, -0.0523, 0.0041
Si, -0.0172, 0.0353, -0.0059
Si, 0.0898, -0.0688, 0.0262
Si, 0.0381, -0.0358, 0.0985
Si, -0.1661, 0.0518, -0.1056
Si, -0.0233, -0.0008, -0.0037
Si, -0.0009, -0.0002, 0.0073
Si, 0.0105, -0.0041, -0.0005
Si, 0.0127, 0.0015, 0.0099
Si, -0.0156, 0.0113, 0.0098
Si, -0.0023, -0.0084, 0.0046
Si, -0.0086, -0.0001, 0
Si, -0.006, 0.0017, 0.009
Si, 0, -0.0028, 0.0087
Si, 0.0066, -0.0072, 0.0012
Si, -0.0064, -0.0054, -0.003
Si, -0.0035, -0.0023, 0.0035
Si, -0.0083, -0.0021, -0.0067
Si, 0.0037, -0.0017, 0.0058
Si, -0.0037, 0.0075, 0.0085
Si, -0.0035, -0.007, 0.0055
Si, 0.0056, 0.0071, 0.01
Si, 0.0105, 0.0001, 0.0102
Si, 0.0019, -0.0033, 0.0061
Si, -0.0096, 0.0086, 0.0122
Si, 0.0088, -0.0006, -0.0012
Si, 0.0094, 0.0015, 0.0019
Si, -0.0102, -0.014, -0.0003
Si, 0.0153, 0.002, 0.0021
Si, -0.0058, 0.0024, 0.0168
Si, -0.0154, -0.0135, 0.029
Si, -0.0026, 0.0039, 0.0015
Si, -0.0105, 0.0056, -0.003
Si, 0.0194, 0.0051, -0.0074
Si, 0.0216, -0.0052, 0.0073
Si, -0.0008, 0.0045, 0.0102
Si, -0.0031, -0.0106, -0.0011
Si, -0.0072, 0.0061, 0.0135
Si, -0.0087, -0.0062, 0.0134
Si, 0.0113, 0.0156, 0.0056
Si, 0.003, 0.0016, 0.0232
Si, 0.0031, -0.0015, -0.0093
Si, 0.0107, 0.0001, 0.0028
Si, -0.01, 0.0104, -0.0007
Si, 0.0045, -0.0049, 0.003
Si, -0.0001, -0.0016, -0.0042
Si, 0.0003, -0.0058, -0.0005
Si, -0.0004, 0.0046, 0.0047
Si, -0.0079, 0.0064, -0.0001
Si, -0.0084, 0.0002, 0.0001
Si, 0.0112, -0.0056, -0.0021
Si, 0.0038, 0.003, -0.0038
Si, -0.0027, 0.0051, 0.001
Si, -0.0052, 0.0003, -0.003
Si, 0.0018, -0.0017, -0.0032
Si, 0.0061, -0.0035, -0.0003
Si, 0.001, 0.0092, 0.0018
Si, -0.001, -0.0003, 0.0009
Si, 0.0041, -0.0075, 0.0011
Si, 0.0053, -0.0082, 0.0009
Si, -0.0001, -0.0057, -0.0062
Si, -0.0033, 0.0084, -0.0027
Si, -0.0021, -0.0053, -0.0072
Si, -0.0031, 0.0034, -0.0029
Si, 0.0042, 0.0078, 0.0027
Si, -0.0023, 0.0055, -0.002
Si, 0.0055, 0.0031, -0.0078
Si, -0.0013, -0.0015, -0.0029
Si, 0.0001, 0.0061, -0.0108
Si, 0.0011, -0.0041, -0.006
Si, -0.0093, 0.003, -0.0004
Si, 0.0034, 0.0006, -0.0022
Si, 0.0033, -0.0097, -0.0037
Si, 0.0072, -0.0086, -0.007
Si, 0.0019, -0.0032, 0.0035
Si, -0.0016, -0.0014, -0.005
Si, 0.0031, -0.0002, 0.0037
Si, 0.0101, 0.01, -0.0029
Si, 0.0027, -0.0026, -0.0049
Si, -0.017, -0.0119, 0.0001
Si, -0.0069, -0.0014, -0.009
Si, -0.0001, 0.0074, 0.0001
Si, -0.0096, -0.009, 0.0009
Si, -0.0161, -0.0095, -0.0007
Si, 0.0018, -0.0008, -0.0049
Si, 0.0126, 0.0143, 0.0021
Si, -0.005, -0.0068, -0.0042
Si, 0.0026, 0.0049, -0.0018
Si, 0.0015, 0.0063, -0.0065
Si, 0.0013, 0.0004, -0.0047
Si, -0.0142, -0.0009, -0.0038
Si, 0.0004, 0.0023, 0.0013
Si, 0.0081, 0.0061, -0.0034
Si, 0.0038, -0.0056, -0.0081
Si, 0.0028, -0.0068, -0.0062
Si, -0.002, -0.0153, -0.0059
Si, 0.0072, -0.0009, -0.0051
Si, -0.0019, -0.0047, -0.005
Si, 0.0036, -0.0025, -0.0011
Si, 0.0043, 0.0138, 0.0004
Si, -0.0047, -0.0075, 0.0003
Si, -0.0015, -0.0094, 0.0016
Si, -0.0001, -0.0031, -0.0038
Si, 0.0169, 0.0136, 0.0002
Si, -0.0078, -0.0014, 0.001
Si, -0.0099, -0.0043, -0.0053
Si, 0.01, 0.0062, -0.0002
Si, 0.0065, 0.0066, -0.0018
Si, -0.0049, 0.0061, 0.0026
Si, 0.0029, -0.0055, -0.0081
Si, -0.001, 0.0023, -0.0038
Si, -0.0034, -0.0053, -0.0008
Si, 0.0051, 0.001, -0.0006
Si, -0.0013, -0.0073, 0.0022
Si, 0.001, -0.0061, 0.001
Si, 0.0046, -0.0034, 0.0037
Si, -0.0038, 0.0059, -0.0002
Si, -0.0018, 0.0028, 0.0007
Si, 0.0007, -0.0017, 0.0012
Si, 0.0046, 0.0028, -0.0009
Si, -0.0038, 0.0034, -0.0019
Si, -0.0075, 0.0112, -0.0023
Si, -0.0006, -0.0096, 0
Si, -0.0032, 0.0022, -0.003
Si, 0.0073, -0.0081, 0.003
Si, -0.0023, -0.0006, 0.0002
Si, 0.0071, -0.0076, 0.0018
Si, 0.0029, -0.0058, 0.0001
Si, 0.001, -0.0007, -0.0005
Si, 0.0026, 0.0018, -0.0012
Si, -0.0046, 0.0048, 0.0017
Si, -0.0055, 0.0093, 0.004
Si, -0.0034, 0.0027, -0.0023
Si, -0.003, 0.0018, -0.0032
Si, -0.0001, 0.0032, -0.0024
Si, -0.0013, 0.0011, 0.0004
Si, 0.0025, -0.0019, 0.0035
Si, -0.0032, 0.0056, -0.0023
Si, 0.0008, 0, -0.0041
Si, 0.002, 0.0036, -0.0033
Si, 0.0056, -0.0045, 0.0037
Si, 0.0074, -0.001, 0.0007
Si, 0.0071, -0.0011, -0.0052
Si, 0.0025, -0.0069, -0.0025
Si, 0.0083, -0.0101, 0.0015
Si, -0.0067, 0.0013, -0.0033
Si, -0.0064, 0.0098, -0.0023
Si, -0.0029, 0.0029, -0.0022
Si, -0.0002, 0.0001, -0.0029
Si, 0.0028, 0.0019, 0.0016
Si, 0.0003, 0, 0.0005
Si, -0.0053, 0.0014, 0.0006
Si, 0.0012, -0.0035, -0.0013
Si, -0.004, -0.0016, -0.0002
Si, -0.0059, -0.0017, 0.0001
Si, -0.0121, -0.0068, -0.004
Si, 0.0006, 0.0006, -0.0033
Si, -0.0004, -0.0045, -0.0025
Si, 0.0051, 0.0083, -0.0002
Si, 0.0057, 0.0008, -0.0036
Si, -0.0004, 0.0019, -0.001
Si, 0.0003, 0.0026, -0.0001
Si, -0.0083, -0.0086, 0.0009
Si, -0.0029, 0.0073, -0.0028
Si, 0.0006, 0.007, -0.0001
Si, 0.0054, -0.0026, -0.0018
Si, 0.0027, -0.0024, 0.0005
Si, -0.0018, -0.0104, -0.002
Si, -0.0005, -0.0097, -0.0005
Si, -0.0023, -0.0059, -0.0017
Si, 0.0034, -0.0029, -0.0017
Si, 0.0021, 0.0028, -0.0012
Si, 0.0018, 0.007, -0.003
Si, -0.0036, 0.0009, -0.0029
Si, 0.0042, 0.0027, -0.0029
Si, 0.0031, -0.003, -0.0021
Si, 0, 0.0071, 0.0012
Si, 0.0072, -0.0021, 0.0004
Si, 0.0048, -0.0011, 0.0011
Si, -0.0002, 0.0046, -0.0002
Si, 0.0016, 0.0047, 0.0016
Si, 0.0054, 0.0032, -0.0038
Si, -0.0037, -0.0039, -0.0036
Si, -0.0052, 0.0022, 0.0015
Si, -0.0011, 0.0037, 0.0012
Si, 0.0004, 0.0003, 0.0032
Si, -0.0005, 0.003, 0.0016
Si, -0.0035, 0.0011, 0.0019
Si, -0.0059, 0.0049, 0.0006
Si, 0.0005, 0.0037, 0.0014
Si, 0.0083, -0.0049, 0.0015
Si, 0.0009, 0.0021, -0.0014
Si, 0.0029, -0.0066, 0
Si, 0.0003, 0.0041, -0.0027
Si, -0.0005, -0.0042, -0.0002
Si, -0.0036, -0.0002, 0.0017
Si, 0.0037, -0.003, 0.0006
Si, 0.0009, 0.0004, 0.0036
Si, -0.0049, 0.0015, -0.0005
Si, -0.0024, -0.0073, 0.001
Si, 0.0032, -0.0014, -0.0004
Si, -0.0031, 0.0014, 0.0003
Si, -0.0036, 0.0077, 0.0037
Si, -0.0042, 0.0041, 0.0012
Si, 0.0016, 0.0029, -0.0037
Si, 0.001, 0.005, -0.0035
Si, 0.0029, 0.0055, -0.0002
Si, 0.0054, 0.0005, 0.0009
Si, 0.0014, -0.005, 0.0022
Si, 0.0078, -0.0046, -0.0035
Si, -0.0013, -0.002, -0.0014
Si, 0.007, -0.0023, -0.0001
Si, -0.0011, -0.0065, 0.0019
Si, -0.0055, 0.0023, 0.0009
Si, 0, 0.0026, -0.0018
Si, 0.0062, -0.0061, 0.0007
Si, 0.0026, -0.004, 0.0042
Si, -0.003, 0.0022, 0.0015
Si, -0.0037, 0.0054, -0.0018
Si, -0.0022, -0.0042, -0.0012
Si, 0.0005, 0.0016, 0.0019
Si, -0.0019, -0.0003, 0.0014
Si, 0.0005, -0.0021, -0.0004
Si, 0.0005, -0.0003, -0.0002
Si, 0, -0.0026, 0.0029
Si, -0.0027, -0.0011, 0.0014
Si, -0.0006, -0.001, -0.0014
Si, -0.0011, 0.0011, -0.001
Si, -0.0006, 0.0029, -0.0007
Si, 0.001, -0.0027, -0.0007
Si, 0.003, 0.0002, -0.0028
Si, -0.0014, -0.0026, -0.0018
Si, -0.0026, -0.0058, -0.0003
Si, -0.0044, -0.0009, -0.0004
Si, 0.001, 0.0042, 0.0007
Si, -0.0015, 0.0107, 0.0001
Si, 0.0013, -0.0046, -0.0013
Si, 0.0029, 0.0029, 0.0009
Si, -0.0071, 0.0011, 0.0012
Si, -0.0006, -0.0014, 0.0006
Si, -0.0009, -0.0038, -0.0005
Si, 0.0029, -0.0011, -0.0008
Si, 0.0021, -0.0035, 0.0001
Si, -0.0004, -0.0022, -0.0005
Si, 0.0051, -0.0043, -0.0012
Si, -0.0025, 0.0008, -0.0024
Si, 0.0013, -0.0021, -0.0003
Si, 0.0012, -0.0032, 0.0015
Si, 0.0064, 0.0013, -0.0002
Si, 0.0079, 0.0039, -0.0008
Si, -0.0016, 0.004, -0.0007
Si, 0.0006, 0.0001, -0.0011
Si, -0.0019, 0.0034, -0.0027
Si, 0.0004, 0.005, -0.0013
Si, -0.0026, 0.0017, 0.0003
Si, -0.0019, 0.0043, 0.0012
Si, -0.0018, 0.0007, 0.0024
Si, 0.0015, -0.0026, 0.0036
Si, 0.0044, 0.0059, 0.0008
Si, -0.0039, 0.0033, -0.0014
Si, -0.0053, -0.0023, -0.0012
Si, 0.0007, -0.0037, -0.0002
Si, 0.0029, 0.0025, 0.0015
Si, 0.0049, 0.0048, -0.0018
Si, 0.0024, -0.0038, -0.0007
Si, -0.0039, 0.0016, -0.0005
Si, 0.0015, 0.0032, -0.0009
Si, 0.0048, 0.0061, -0.0024
Si, -0.0074, -0.0054, -0.0048
Si, 0.002, 0.0041, -0.0008
Si, -0.0033, -0.0063, -0.0031
Si, 0.0014, -0.0013, -0.0027
Si, -0.0018, 0.0004, -0.0021
Si, -0.0044, -0.0048, -0.0016
Si, -0.0015, -0.0008, 0.0012
Si, -0.0043, -0.0025, -0.0007
Si, 0.0022, 0.0042, -0.0013
Si, -0.002, -0.001, -0.0037
Si, 0.0053, -0.0006, -0.001
Si, 0.0016, 0.0018, 0.0018
Si, -0.0011, 0.0017, 0.0008
Si, 0.0021, -0.0026, 0.0022
Si, 0.0079, -0.0018, -0.001
Si, 0.0015, 0.0034, -0.0027
Si, 0.0014, -0.0003, -0.0031
Si, 0.0017, 0.0037, 0
Si, 0.0007, 0.0007, 0.0015
Si, -0.0002, 0.0026, -0.0011
Si, 0.0039, 0.0011, -0.0009
Si, -0.003, -0.0034, -0.0008
Si, -0.0041, -0.0015, -0.0017
Si, -0.004, -0.0051, -0.0007
Si, -0.0006, 0.001, 0.0001
Si, 0.001, -0.0009, 0.0029
Si, 0.0006, -0.0077, -0.0043
Si, 0.0019, -0.006, 0.0005
Si, 0.0017, 0.0007, 0.0005
Si, -0.0018, 0.009, 0.0025
Si, 0.0019, -0.0063, 0.0003
Si, 0.0081, -0.0034, -0.0026
Si, -0.0053, -0.0013, 0.0029
Si, -0.001, 0.0075, 0.0011
Si, -0.0019, 0.0077, -0.0012
Si, -0.0083, -0.0066, -0.001
Si, 0.0054, 0.0041, 0
Si, -0.0015, -0.0051, 0.0021
Si, -0.005, 0.0087, 0.0004
Si, -0.0068, 0.0043, 0.0009
Si, 0.0063, -0.0047, -0.0014
Si, 0.0021, -0.0015, -0.0007
Si, -0.0085, -0.0009, 0.0038
Si, -0.0035, 0.0093, 0.0018
Si, -0.0014, 0.0014, -0.001
Si, 0.0031, 0.004, -0.0024
Si, -0.0008, 0.0004, 0.0008
Si, 0.0068, -0.0089, 0.0024
Si, 0.0069, -0.003, 0.0019
Si, 0.0081, -0.0012, -0.0012
Si, -0.0038, -0.0021, -0.0021
Si, -0.0018, -0.001, 0.0011
Si, 0.0039, 0.0021, -0.0019
Si, 0.0019, -0.0024, 0.003
Si, 0.0053, 0.0064, -0.002
Si, -0.0008, 0.0042, 0.0033
Si, -0.0082, 0.0042, 0.003
Si, -0.0058, 0, 0.0016
Si, 0.0008, 0.0018, 0.0026
Si, 0.003, -0.0052, -0.0008
Si, -0.0031, -0.0005, 0.0048
Si, 0.0075, 0.0085, -0.0023
Si, 0, -0.006, 0.0021
Si, 0.0023, 0.0063, 0.0023
Si, 0.005, 0.0012, -0.0071
Si, -0.0005, -0.0069, -0.0007
Si, 0.0008, 0.0029, 0.0015
Si, -0.0059, -0.0003, 0
Si, 0.0096, 0.0014, -0.0009
Si, 0.0017, -0.0084, 0.0029
Si, -0.0017, 0.0063, -0.0042
Si, 0.0001, 0.0004, 0.0005
Si, -0.0108, -0.006, -0.0007
Si, -0.0079, 0.0033, -0.0007
Si, -0.0053, -0.0077, -0.0002
Si, 0.0005, 0.008, -0.0034
Si, -0.0048, 0.0011, 0.0009
Si, -0.002, -0.0028, 0.0022
Si, 0.0064, 0.001, 0.0028
Si, 0.003, -0.0075, -0.0011
Si, 0.0008, -0.0006, 0.0041
Si, 0.0025, -0.0059, -0.0027
Si, -0.0011, -0.004, -0.0019
Si, -0.0005, 0.0041, 0.0024
Si, 0.0018, 0.0018, 0.0039
Si, 0.0019, 0.009, 0.0011
Si, 0.0028, -0.0031, -0.0016
Si, 0.0066, -0.0021, -0.0029
Si, -0.0041, 0.0024, -0.0102
Si, 0.0084, -0.0014, 0.0039
Si, -0.014, -0.0033, 0.0025
Si, 0.005, 0.0003, 0.0045
Si, 0.0033, 0.0061, 0.0041
Si, -0.0017, 0.0039, 0.0011
Si, -0.0024, -0.0043, -0.0024
Si, -0.0107, -0.0025, 0.0022
Si, 0.0054, 0.0049, 0.0063
Si, 0.0063, -0.0107, 0.0017
Si, 0.0047, 0.0026, 0.0088
Si, -0.0057, -0.0012, 0.0004
Si, -0.0014, 0.0077, -0.0053
Si, 0.0065, -0.0083, 0.0002
Si, 0.0016, -0.0006, -0.0013
Si, 0.0212, -0.0093, 0.0013
Si, -0.0175, 0.0144, 0.0097
Si, -0.0206, 0.0225, -0.0002
Si, 0.0107, -0.0151, 0.0033
Si, -0.0031, 0.0015, 0.0085
Si, 0.0085, -0.0033, 0.0035
Si, -0.0102, 0.0055, 0.0041
Si, 0.0054, -0.0103, 0.0041
Si, 0.002, -0.0112, 0.0002
Si, 0.0011, -0.0013, 0.0025
Si, -0.0041, -0.0012, 0.0035
Si, -0.0103, 0.0035, 0.0117
Si, -0.0052, 0.0195, -0.0007
Si, -0.0004, 0.0082, -0.0009
Si, 0.0083, -0.0057, 0.0039
Si, 0.0114, -0.0042, 0.0056
Si, 0.0045, 0.0006, 0.0079
Si, -0.0031, 0.0149, -0.0003
Si, 0.0141, -0.0213, 0
Si, -0.0096, 0.0048, -0.0003
Si, -0.009, 0.0088, 0.0038
Si, 0.0115, -0.0132, -0.0044
Si, -0.0033, 0.0063, 0.005
Si, 0.0148, -0.0024, -0.0069
Si, -0.0111, 0.0083, -0.0021
Si, -0.001, -0.0091, 0.0039
Si, -0.0057, 0.0012, 0.006
Si, 0.001, -0.0015, 0.0062
Si, 0.0102, -0.0035, 0.0029
Si, -0.0143, 0.006, -0.0012
Si, -0.0094, -0.002, 0.003
Si, 0.0025, 0.0044, 0.0077
Si, 0.0074, 0.0123, 0.004
Si, 0.0033, 0.0065, 0.0005
Si, 0.0033, 0.0112, 0.0038
Si, -0.0025, 0.0003, 0.0023
Si, 0.0048, 0.003, 0.0026
Si, -0.0007, -0.0031, 0.0002
Si, 0.0004, -0.0013, 0.0038
Si, 0.0005, 0.0072, -0.0063
Si, -0.0027, -0.0046, -0.002
Si, 0.0019, 0.0033, 0.0064
Si, -0.0006, 0.0018, -0.001
Si, -0.0142, 0.0023, -0.0026
Si, 0.0054, 0.0002, 0.0013
Si, -0.0024, 0.0004, -0.0008
Si, -0.0048, -0.0052, -0.0033
Si, -0.0039, -0.0063, 0.0051
Si, 0.0041, 0.0007, 0.0125
Si, 0.0134, -0.0075, -0.0014
Si, -0.0063, 0.0004, 0.0006
Si, -0.0098, -0.0035, 0.0034
Si, -0.0037, -0.0062, 0.0003
Si, 0.0001, 0.0054, 0.0056
Si, 0.0018, 0.0128, -0.0003
Si, -0.0082, 0.0084, 0.0024
Si, -0.0013, -0.0051, 0.0039
Si, 0.0088, 0.0063, 0
Si, -0.0007, -0.0022, 0.0052
Si, 0.0096, -0.0033, 0.0062
Si, -0.0009, -0.001, 0.0062
Si, -0.0105, 0.0004, 0.0054
Si, -0.0077, 0.0017, -0.0017
Si, -0.001, -0.0088, -0.002
Si, -0.0119, -0.0062, 0.0006
Si, -0.0009, 0.0033, -0.0012
O, 0.0075, -0.0051, 0.348
O, -0.0713, -0.0328, 0.5583
O, 0.1022, 0.3686, 0.3841
O, -0.2436, 0.4669, 0.0254
O, 0.0909, -0.0625, 0.3806
O, -0.1102, 0.5183, 0.5554
O, -0.1871, -0.5457, -0.0095
O, -0.2272, 0.2159, 0.2557
O, 0.099, 0.0826, 0.1663
O, 0.1245, 0.1022, 0.5728
O, -0.5183, 0.2356, -0.3214
O, 0.179, 0.1903, 0.2283
O, 0.0161, -0.0131, 0.3574
O, 0.0108, -0.5554, -0.3066
O, -0.3775, 0.4665, 0.3357
O, 0.504, -0.2381, -0.3739
O, -0.7534, -0.2544, -0.2769
O, -0.2018, 0.2736, -0.3146
O, -0.1007, 0.2121, -0.4949
O, 0.0107, 0.0193, 0.3998
O, -0.1289, -0.1003, 0.0583
O, -0.0216, 0.1981, 0.361
O, -0.2715, -0.3134, -0.0501
O, 0.1946, -0.5821, -0.0817
O, 0.5604, 0.3185, 0.1416
O, 0.0176, -0.312, -0.064
O, -0.0672, -0.2435, 0.2788
O, -0.1907, 0.523, -0.0473
O, 0.2833, 0.3678, -0.3761
O, -0.7059, 0.0254, 0.0977
O, 0.5919, -0.1187, -0.0268
O, 0.1006, -0.2202, -0.0987
O, -0.0659, -0.0489, 0.5775
O, 0.389, 0.0682, -0.4665
O, -0.3164, -0.1736, -0.2262
O, -0.0612, -0.0794, -0.3825
O, -0.1412, -0.0784, -0.1061
O, 0.0948, 0.351, 0.6879
O, -0.1497, -0.1143, -0.2475
O, 0.2109, -0.0528, 0.4112
O, -0.1667, 0.3125, -0.3735
O, 0.0363, -0.0081, -0.2679
O, -0.4879, -0.2788, 0.0234
O, 0.1198, -0.0418, 0.3215
O, 0.1998, -0.0532, 0.276
O, -0.1272, 0.1632, 0.2903
O, 0.2685, 0.3181, -0.1687
O, 0.4104, -0.1027, 0.1684
O, -0.1129, 0.1947, 0.146
O, -0.1462, 0.5092, -0.1483
O, -0.2194, -0.1544, -0.3722
O, 0.0517, 0.0622, -0.0578
O, 0.0856, -0.3829, 0.0129
O, -0.2817, -0.1906, -0.0877
O, 0.0531, 0.1023, -0.6236
O, 0.4324, -0.0363, -0.1666
O, -0.2149, 0.5008, -0.095
O, 0.1821, -0.0456, -0.6591
O, -0.1734, 0.3083, -0.0685
O, 0.0931, 0.0357, -0.5006
O, 0.7557, 0.1848, 0.2783
O, 0.477, 0.0107, -0.1121
O, -0.0954, -0.2743, -0.4999
O, -0.1833, -0.0898, -0.2754
O, 0.1842, 0.0974, 0.4158
O, -0.016, -0.3777, -0.3495
O, -0.4794, -0.1613, 0.2227
O, 0.2845, -0.1697, 0.1691
O, 0.3893, 0.1381, 0.4169
O, -0.0307, -0.1427, 0.3446
O, -0.0792, -0.1017, 0.3615
O, 0.2479, 0.1511, -0.3987
O, 0.0696, -0.0959, -0.3603
O, -0.2597, 0.4119, -0.0627
O, -0.0495, 0.4506, -0.2662
O, 0.2636, -0.1964, -0.2052
O, -0.0597, 0.2741, 0.4043
O, -0.3703, -0.0719, 0.304
O, 0.1458, 0.0257, -0.3611
O, 0.1593, -0.3406, -0.2685
O, 0.0417, 0.0533, -0.1423
O, 0.1586, -0.1656, 0.1972
O, -0.0582, 0.2164, -0.1516
O, 0.2229, 0.4519, 0.738
O, -0.2424, 0.0788, 0.23
O, -0.1549, 0.0195, 0.0157
O, -0.4869, -0.3102, 0.0407
O, 0.5528, -0.3031, -0.0303
O, -0.6456, -0.1001, 0.2005
O, -0.1682, -0.2768, -0.0141
O, -0.0139, 0.5119, 0.1001
O, -0.2528, -0.1077, -0.1449
O, 0.4333, 0.0932, 0.0135
O, -0.1729, 0.1189, -0.196
O, -0.2067, -0.156, 0.0971
O, 0.1942, 0.2058, 0.26
O, 0.2197, -0.1169, -0.3249
O, 0.0638, -0.2143, -0.4026
O, 0.2933, -0.1931, -0.6487
O, -0.2647, 0.1671, 0.0604
O, 0.1789, -0.0018, 0.0986
O, -0.2095, 0.0262, 0.4903
O, -0.2012, -0.0683, 0.0833
O, 0.3987, 0.3159, -0.2564
O, -0.4636, 0.4823, 0.2588
O, 0.2663, 0.0469, -0.2678
O, -0.2456, -0.2552, 0.1183
O, -0.4529, 0.0224, -0.2358
O, -0.1189, 0.16, -0.4801
O, -0.1594, 0.1132, -0.5633
O, -0.3303, 0.0252, 0.4305
O, 0.1565, -0.1334, -0.2234
O, 0.2287, 0.22, 0.2822
O, 0.1192, 0.0614, 0.3744
O, -0.0178, -0.377, -0.297
O, 0.057, -0.01, -0.0825
O, -0.1051, -0.0024, 0.453
O, -0.1024, 0.0979, -0.3311
O, 0.4043, 0.0799, -0.0435
O, 0.2193, -0.3942, 0.5042
O, 0.3774, 0.3991, 0.2879
O, 0.1089, 0.0425, 0.6059
O, -0.1745, 0.41, -0.2321
O, -0.0104, -0.1082, -0.6256
O, -0.6733, 0.4716, -0.0399
O, -0.5547, 0.0545, 0.3465
O, -0.0338, 0.0422, 0.4801
O, 0.1437, 0.1544, -0.4768
O, 0.4882, -0.0443, -0.1301
O, -0.685, 0.1501, 0.2602
O, -0.5175, -0.3924, 0.1601
O, -0.4249, -0.1926, 0.3166
O, 0.6942, -0.0416, 0.1916
O, -0.076, 0.0179, -0.0197
O, -0.1051, -0.0977, -0.2071
O, 0.0256, -0.2485, -0.4059
O, -0.1773, -0.5328, -0.2622
O, 0.0437, -0.488, -0.0129
O, 0.0947, -0.3252, -0.0852
O, 0.0531, -0.1266, -0.5924
O, -0.4544, -0.1985, 0.6103
O, -0.0732, -0.1011, -0.4379
O, 0.0847, -0.042, -0.3392
O, 0.2063, -0.038, 0.0741
O, 0.3776, 0.2207, -0.3995
O, -0.1141, 0.3824, 0.0457
O, 0.1111, -0.2294, 0.2709
O, 0.2469, -0.3539, 0.3418
O, 0.5012, -0.2093, 0.03
O, -0.1263, 0.0323, -0.5542
O, 0.0071, -0.0483, -0.1515
O, -0.3756, 0.4143, -0.3504
O, -0.4148, -0.1313, -0.1183
O, -0.1688, -0.0574, -0.141
O, 0.1241, -0.3861, -0.3912
O, 0.1106, 0.5895, 0.0103
O, -0.45, -0.3718, -0.1839
O, -0.1039, -0.3652, -0.3459
O, 0.3422, 0.1741, -0.4089
O, 0.5177, -0.0534, -0.3176
O, 0.0832, 0.6828, 0.3183
O, -0.2933, -0.0491, 0.3439
O, 0.0943, 0.6969, 0.2729
O, 0.3627, -0.0416, -0.4746
O, 0.4796, -0.3577, -0.2736
O, -0.1205, -0.0618, 0.2867
O, 0.1597, 0.0137, -0.2666
O, -0.1867, 0.0087, -0.4162
O, 0.3483, 0.6258, -0.1769
O, -0.1154, 0.0245, -0.0722
O, -0.134, -0.6226, 0.0017
O, -0.3364, -0.0151, 0.0276
O, 0.4948, -0.2429, -0.1864
O, -0.1212, 0.0179, 0.5494
O, -0.148, 0.1686, -0.1574
O, 0.0983, 0.7151, 0.0419
O, -0.3538, 0.3622, 0.2461
O, -0.0527, -0.0509, -0.1116
O, -0.0882, 0.1622, -0.4059
O, -0.6031, -0.425, 0.0961
O, 0.3638, -0.1656, 0.4582
O, -0.0575, 0.3189, -0.0409
O, 0.1977, 0.0234, 0.1056
O, -0.034, -0.1357, -0.358
O, 0.6094, -0.1373, -0.3246
O, -0.1039, -0.4004, 0.0596
O, -0.588, 0.0471, -0.3172
O, 0.4968, 0.01, -0.1062
O, 0.3129, 0.3148, 0.1611
O, -0.0141, 0.3179, 0.1147
O, 0.3961, 0.2463, 0.0038
O, -0.1951, 0.0409, -0.2622
O, -0.3243, 0.2113, -0.399
O, 0.3035, -0.4834, 0.1719
O, 0.2108, -0.2618, 0.4763
O, 0.1846, 0.3954, 0.194
O, -0.3647, -0.0971, 0.1597
O, -0.3127, -0.1742, -0.4061
O, -0.2027, 0.2687, 0.2439
O, 0.2171, 0.0701, -0.0633
O, -0.3315, -0.0969, -0.2448
O, -0.0695, -0.6894, -0.445
O, -0.0129, 0.358, 0.2382
O, 0.4278, -0.0762, -0.2778
O, 0.5923, -0.3049, -0.2094
O, -0.2047, -0.3395, 0.2475
O, 0.3987, -0.045, 0.4044
O, -0.3403, 0.4607, 0.1485
O, 0.1428, 0.0144, -0.411
O, 0.2784, 0.2647, 0.4458
O, -0.1596, 0.3183, -0.1537
O, 0.0756, -0.6776, -0.1307
O, -0.531, 0.4066, -0.3374
O, 0.0873, 0.1422, 0.065
O, -0.0576, 0.0943, -0.3882
O, 0.1801, -0.3277, -0.2213
O, -0.1681, 0.4742, -0.3134
O, -0.1053, 0.369, -0.2397
O, 0.0816, 0.2009, -0.0856
O, 0.0795, -0.0176, 0.6004
O, 0.4355, -0.2385, 0.1157
O, -0.1911, 0.4139, 0.1717
O, -0.341, -0.0469, 0.1833
O, 0.2359, -0.1552, 0.2108
O, -0.2038, 0.5273, 0.154
O, -0.0024, -0.117, -0.3643
O, -0.0612, -0.3229, 0.2344
O, 0.2115, -0.022, 0.0069
O, -0.1335, -0.4939, 0.2149
O, 0.7932, -0.0174, 0.0211
O, -0.1795, 0.2296, -0.0291
O, 0.3985, -0.3989, -0.3819
O, 0.3986, 0.5284, -0.0237
O, 0.4199, 0.0162, -0.4567
O, 0.4944, -0.2407, -0.3931
O, 0.4972, -0.1839, -0.135
O, 0.0132, 0.1015, -0.057
O, 0.0909, -0.1954, 0.4635
O, -0.4637, 0.0285, -0.5318
O, -0.3962, 0.2376, 0.1116
O, 0.1152, -0.2664, -0.7465
O, -0.4581, 0.0883, -0.2206
O, 0.4576, -0.2459, 0.5031
O, 0.2641, -0.5815, -0.0984
O, -0.1911, 0.1872, 0.4827
O, -0.155, 0.1401, 0.5726
O, -0.0297, -0.5924, 0.3817
O, -0.5865, 0.0819, -0.2652
O, -0.4134, -0.1867, -0.4781
O, 0.1165, -0.2575, 0.2948
O, 0.3075, -0.1036, -0.0999
O, -0.0504, -0.0258, 0.4268
O, 0.1612, -0.2974, 0.0788
O, -0.43, 0.6241, -0.1021
O, 0.3303, -0.0912, 0.0918
O, 0.6489, 0.0601, -0.0986
O, -0.3763, -0.2793, 0.6889
O, -0.3767, -0.1804, 0.0672
O, -0.0492, 0.1507, -0.636
O, -0.0664, 0.5294, -0.0242
O, 0.2807, 0.2822, 0.5598
O, -0.4501, -0.2072, -0.349
O, -0.2982, -0.2698, 0.4712
O, -0.1718, 0.4322, 0.125
O, -0.099, 0.1617, -0.0112
O, 0.036, 0.6192, 0.1917
O, -0.1357, -0.0607, 0.0253
O, -0.5989, -0.0857, -0.203
O, 0.1412, 0.1899, 0.4433
O, 0.6206, -0.0391, -0.2728
O, 0.0879, 0.0004, 0.3266
O, 0.2015, -0.0322, 0.5042
O, 0.1072, 0.168, 0.4333
O, -0.6609, 0.0263, -0.0561
O, 0.4111, 0.1876, 0.0684
O, -0.2045, 0.0682, -0.4404
O, -0.4465, 0.298, -0.417
O, 0.024, 0.153, 0.1059
O, -0.0721, 0.3282, -0.173
O, 0.1664, 0.0203, -0.4811
O, 0.2772, 0.1622, 0.2174
O, -0.4417, -0.3401, 0.0317
O, -0.3949, 0.3624, 0.134
O, -0.0806, 0.1933, 0.1766
O, 0.4579, -0.1714, 0.3466
O, -0.6119, 0.3454, 0.0829
O, 0.427, 0.0078, -0.029
O, -0.0527, -0.1077, -0.009
